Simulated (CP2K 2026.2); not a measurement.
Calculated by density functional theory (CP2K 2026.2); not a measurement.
Periodic cell of 1152 atoms, Si864O288, from a study of silicon, its oxide and their interface. The atomic structure is a simulated model.
Doubt: the forces sum to 1.89 eV/angstrom along one axis rather than to zero, so they err by at least 0.0016 eV/angstrom per atom on average; the grid cutoff is modest.

Settings: functional PBE; method Gaussian and plane waves; basis set DZVP-MOLOPT-SR-GTH; pseudopotentials GTH-PBE; grid cutoff 350 Ry, relative cutoff 50 Ry; k points Gamma only; occupations fixed; spin none; net charge 0.

Cell vectors (angstrom)
a, 32.64, 0, 0
b, 0, 16.32, 0
c, -0.3181, 0.6124, 38.6888

Atoms: element, x, y, z (angstrom)
Si, 1.0211, 15.6862, 38.4549
Si, 3.8159, 1.6969, 0.1775
Si, 1.5805, 3.8608, 0.0926
Si, 3.6436, 6.9481, 0.1187
Si, 1.5902, 9.3075, 0.0466
Si, 4.0071, 12.5828, 38.5975
Si, 6.663, 15.2427, 38.6731
Si, 9.1983, 1.7739, 0.1644
Si, 6.9034, 3.9884, 0.1371
Si, 9.4146, 6.7514, 0.2102
Si, 7.2739, 9.1092, 0.1129
Si, 8.9319, 13.0335, 38.6493
Si, 12.6213, 14.6918, 0.0432
Si, 14.8077, 1.4925, 0.1711
Si, 12.5383, 3.744, 0.068
Si, 14.4076, 7.8263, 38.6145
Si, 12.5052, 9.4379, 0.0476
Si, 14.8238, 12.3812, 0.1105
Si, 17.9364, 14.7387, 0.1906
Si, 20.5015, 1.0693, 0.1348
Si, 17.8034, 4.2225, 0.3051
Si, 20.0333, 7.0384, 0.1927
Si, 17.7746, 9.27, 0.1474
Si, 19.7159, 13.0037, 38.5953
Si, 22.7385, 15.1889, 0.1491
Si, 25.6044, 1.5932, 0.0275
Si, 23.4244, 3.8596, 0.0744
Si, 25.3193, 7.6953, 38.6613
Si, 23.423, 9.3571, 0.0717
Si, 26.2368, 11.7294, 0.0569
Si, 28.567, 15.3342, 38.6546
Si, 31.2506, 1.6523, 0.1979
Si, 28.5721, 4.4403, 38.6168
Si, 30.6526, 7.3669, 0.0091
Si, 28.4808, 9.5969, 0.3423
Si, 30.6906, 13.0642, 38.6854
Si, 2.5729, 0.0909, 1.3143
Si, 5.3854, 2.8056, 1.4748
Si, 2.5712, 5.459, 1.5046
Si, 5.4322, 8.0908, 1.2331
Si, 2.8025, 10.8363, 1.326
Si, 5.4096, 13.5377, 1.3115
Si, 8.0818, 16.3377, 1.287
Si, 10.9023, 2.7319, 1.4284
Si, 8.1338, 5.3808, 1.553
Si, 10.9731, 8.1365, 1.3085
Si, 8.2052, 10.8456, 1.3834
Si, 10.8781, 13.6042, 1.2422
Si, 13.633, 16.27, 1.4459
Si, 16.4344, 2.6697, 1.4199
Si, 13.6499, 5.4892, 1.2088
Si, 16.2398, 8.1586, 1.4726
Si, 13.6265, 10.899, 1.4708
Si, 16.3639, 13.5484, 1.4314
Si, 19.0401, 16.2702, 1.5479
Si, 21.7105, 2.7547, 1.2856
Si, 19.0142, 5.5774, 1.6881
Si, 21.7708, 8.1826, 1.2838
Si, 18.9792, 10.8785, 1.3578
Si, 21.6882, 13.4765, 1.3176
Si, 24.4519, 16.3088, 1.311
Si, 27.213, 2.7609, 1.2582
Si, 24.5624, 5.4564, 1.3376
Si, 27.1209, 8.1297, 1.4913
Si, 24.5852, 10.8187, 1.4576
Si, 27.2634, 13.5347, 1.244
Si, 30.0443, 16.2668, 1.2947
Si, 0.0769, 2.7985, 1.5373
Si, 29.8096, 5.5658, 1.2827
Si, 32.4944, 8.251, 1.2568
Si, 29.916, 10.9965, 1.4883
Si, 0.0728, 13.5993, 1.1841
Si, 1.3524, 1.3705, 2.8456
Si, 4.0464, 4.1722, 2.8224
Si, 1.1582, 6.8484, 2.7235
Si, 4.1437, 9.4744, 2.6836
Si, 1.3931, 12.2401, 2.6071
Si, 4.0166, 14.9768, 2.5949
Si, 6.7366, 1.3311, 2.7298
Si, 9.5481, 4.0451, 2.8287
Si, 6.7426, 6.814, 2.754
Si, 9.6094, 9.508, 2.7082
Si, 6.7707, 12.1819, 2.7082
Si, 9.5216, 14.993, 2.634
Si, 12.2255, 1.3114, 2.7586
Si, 15.0052, 4.1175, 2.6573
Si, 12.3031, 6.7801, 2.6888
Si, 14.9579, 9.5483, 2.8372
Si, 12.1906, 12.2652, 2.7173
Si, 15.0129, 14.9351, 2.7825
Si, 17.6957, 1.3358, 2.846
Si, 20.4364, 4.0832, 2.7765
Si, 17.5762, 6.8724, 2.9207
Si, 20.4244, 9.5487, 2.6844
Si, 17.6832, 12.1992, 2.8025
Si, 20.4164, 14.8502, 2.7982
Si, 23.0938, 1.3753, 2.6842
Si, 25.916, 4.1099, 2.7073
Si, 23.1139, 6.7881, 2.6732
Si, 25.8191, 9.4725, 2.8792
Si, 23.1476, 12.2261, 2.6812
Si, 25.8569, 14.9168, 2.5957
Si, 28.5817, 1.3324, 2.5976
Si, 31.2451, 4.2234, 2.6889
Si, 28.4973, 6.7719, 2.7869
Si, 31.2948, 9.5976, 2.749
Si, 28.5384, 12.3131, 2.8021
Si, 31.3832, 14.9338, 2.675
Si, -0.0083, 16.3021, 4.1246
Si, 2.7302, 2.7439, 4.1457
Si, 32.5549, 5.4915, 4.1481
Si, 2.6762, 8.1648, 4.018
Si, 0.0447, 10.9323, 4.0631
Si, 2.7094, 13.6084, 4.0072
Si, 5.3741, 16.2885, 4.0481
Si, 8.1437, 2.6626, 4.105
Si, 5.4247, 5.4865, 4.163
Si, 8.1698, 8.1806, 4.0519
Si, 5.4366, 10.8451, 4.0917
Si, 8.1597, 13.5981, 4.0068
Si, 10.8518, 16.2905, 4.0942
Si, 13.6157, 2.7436, 4.037
Si, 10.9171, 5.4591, 4.1008
Si, 13.5989, 8.1371, 4.1247
Si, 10.8946, 10.8784, 4.1051
Si, 13.5878, 13.5934, 4.0916
Si, 16.3281, 16.2994, 4.1676
Si, 19.0764, 2.7165, 4.1376
Si, 16.2729, 5.4149, 4.173
Si, 19.055, 8.2321, 4.1234
Si, 16.3333, 10.8759, 4.1795
Si, 19.0374, 13.5557, 4.1619
Si, 21.7825, 16.2974, 4.0808
Si, 24.497, 2.7305, 4.0283
Si, 21.8048, 5.4397, 4.101
Si, 24.4266, 8.1103, 4.1402
Si, 21.7866, 10.8785, 4.0732
Si, 24.5006, 13.6075, 4.0274
Si, 27.2121, 16.3053, 3.9822
Si, 29.9053, 2.7411, 3.9901
Si, 27.1958, 5.4198, 4.1588
Si, 29.9082, 8.1895, 4.069
Si, 27.2049, 10.8952, 4.1372
Si, 29.9654, 13.6482, 4.0837
Si, 1.356, 15.0032, 21.7001
Si, 4.0353, 1.3946, 21.7647
Si, 1.3236, 4.0969, 21.8583
Si, 4.0876, 6.8109, 21.8278
Si, 1.3611, 9.5198, 21.803
Si, 4.0603, 12.2381, 21.6851
Si, 6.7794, 14.9484, 21.693
Si, 9.5057, 1.3086, 21.6626
Si, 6.7463, 4.1084, 21.7206
Si, 9.5266, 6.754, 21.7508
Si, 6.8106, 9.4669, 21.6932
Si, 9.5104, 12.1788, 21.6525
Si, 12.267, 14.9756, 21.6423
Si, 14.9386, 1.3192, 21.7179
Si, 12.237, 4.0302, 21.6878
Si, 14.9688, 6.7633, 21.6825
Si, 12.2365, 9.4928, 21.679
Si, 14.9737, 12.1927, 21.6707
Si, 17.7416, 14.9441, 21.7535
Si, 20.3895, 1.3846, 21.7152
Si, 17.6738, 4.0619, 21.7224
Si, 20.4149, 6.7652, 21.7371
Si, 17.6711, 9.5201, 21.6881
Si, 20.4339, 12.2541, 21.7908
Si, 23.1078, 14.991, 21.7114
Si, 25.8354, 1.4297, 21.8003
Si, 23.1208, 4.133, 21.854
Si, 25.8476, 6.865, 21.8949
Si, 23.1263, 9.5547, 21.8156
Si, 25.8483, 12.2208, 21.7198
Si, 28.6029, 15.0086, 21.7372
Si, 31.2835, 1.4359, 21.7932
Si, 28.5731, 4.1605, 21.8244
Si, 31.2524, 6.7757, 21.8933
Si, 28.5458, 9.4595, 21.857
Si, 31.3189, 12.2299, 21.7695
Si, 2.6176, 16.3938, 23.1038
Si, 5.3988, 2.7714, 23.1047
Si, 2.7349, 5.4303, 23.198
Si, 5.504, 8.1736, 23.1556
Si, 2.7263, 10.9313, 23.1075
Si, 5.4175, 13.581, 23.0264
Si, 8.1456, 16.2959, 23.0416
Si, 10.8983, 2.6129, 23.0089
Si, 8.1324, 5.3966, 23.1011
Si, 10.8834, 8.1689, 23.073
Si, 8.1789, 10.7961, 23.031
Si, 10.9019, 13.5781, 22.8959
Si, 13.5827, 16.2872, 23.105
Si, 16.2921, 2.6891, 23.0507
Si, 13.5963, 5.4025, 23.0227
Si, 16.325, 8.1356, 23.0229
Si, 13.6508, 10.7902, 23.0263
Si, 16.3344, 13.5439, 23.0173
Si, 19.0871, 16.3568, 23.1192
Si, 21.714, 2.713, 23.1226
Si, 19.06, 5.3911, 23.0856
Si, 21.7211, 8.1597, 23.1059
Si, 19.0139, 10.8649, 23.0715
Si, 21.8005, 13.6629, 23.1356
Si, 24.4163, 16.3692, 23.0767
Si, 27.202, 2.8233, 23.1465
Si, 24.425, 5.57, 23.2531
Si, 27.1982, 8.1693, 23.3707
Si, 24.524, 10.9156, 23.1663
Si, 27.2264, 13.6041, 22.9934
Si, 29.9569, 16.3667, 23.1216
Si, -0.1069, 2.8159, 23.2639
Si, 29.8773, 5.4462, 23.3381
Si, 0.0247, 8.1401, 23.1863
Si, 29.9875, 10.814, 23.1064
Si, 0.0753, 13.6154, 23.0734
Si, 1.2425, 1.4247, 24.556
Si, 4.0837, 4.0795, 24.589
Si, 1.3657, 6.7689, 24.5622
Si, 4.133, 9.6224, 24.4375
Si, 1.4184, 12.3157, 24.5097
Si, 4.0211, 14.978, 24.3155
Si, 6.8, 1.4065, 24.3732
Si, 9.4814, 3.8919, 24.3296
Si, 6.8911, 6.8107, 24.547
Si, 9.5358, 9.5112, 24.4824
Si, 6.7934, 12.1566, 24.3172
Si, 9.5245, 14.8312, 24.2837
Si, 12.1623, 1.2847, 24.4946
Si, 14.9223, 4.0348, 24.3913
Si, 12.2644, 6.7842, 24.3654
Si, 14.965, 9.3948, 24.4547
Si, 12.2894, 12.2632, 24.2142
Si, 15.0257, 14.9081, 24.3767
Si, 17.6337, 1.3497, 24.435
Si, 20.3457, 4.0174, 24.5164
Si, 17.7043, 6.7973, 24.3622
Si, 20.3025, 9.4515, 24.4313
Si, 17.6441, 12.1972, 24.4201
Si, 20.4781, 15.052, 24.5278
Si, 23.0167, 1.3384, 24.5061
Si, 25.8378, 4.1888, 24.5262
Si, 23.0201, 6.9706, 24.6419
Si, 25.7936, 9.6035, 24.6779
Si, 23.2148, 12.3429, 24.4901
Si, 25.8575, 14.9905, 24.277
Si, 28.6065, 1.4639, 24.4512
Si, 31.1659, 4.0972, 24.8213
Si, 28.5771, 6.7868, 24.8038
Si, 31.3516, 9.5124, 24.5629
Si, 28.5815, 12.2165, 24.3093
Si, 31.3706, 14.9672, 24.4041
Si, -0.1012, 16.3311, 25.9201
Si, 2.6202, 2.7625, 25.9468
Si, -0.0099, 5.5235, 26.0952
Si, 2.8076, 8.2104, 25.7264
Si, 0.0799, 10.9571, 25.8696
Si, 2.7744, 13.7222, 25.8521
Si, 5.3695, 16.3625, 25.5823
Si, 8.2499, 2.5276, 25.8482
Si, 5.5442, 5.4026, 25.9117
Si, 8.282, 8.1694, 26.0005
Si, 5.4856, 10.98, 25.8467
Si, 8.1641, 13.4747, 25.6131
Si, 10.7926, 16.0635, 25.7714
Si, 13.5777, 2.7133, 25.8023
Si, 10.7994, 5.3887, 25.4923
Si, 13.6159, 7.9827, 25.8787
Si, 10.9557, 11.0114, 25.6043
Si, 13.6879, 13.4735, 25.6283
Si, 16.3288, 16.2667, 25.7985
Si, 18.9318, 2.649, 25.8787
Si, 16.3418, 5.405, 25.6333
Si, 18.9978, 8.077, 25.8807
Si, 16.3828, 10.7438, 25.7947
Si, 18.9044, 13.7336, 25.6651
Si, 21.8248, 16.3236, 26.1083
Si, 24.4264, 2.7424, 25.7078
Si, 21.6618, 5.4384, 25.8652
Si, 24.2884, 8.4384, 26.1499
Si, 21.6481, 10.9484, 25.5666
Si, 24.6876, 13.7333, 25.8244
Si, 27.1904, 16.361, 25.5733
Si, 29.7399, 2.6186, 26.1899
Si, 27.0802, 5.4419, 26.1449
Si, 30.0719, 8.1853, 26.0843
Si, 27.3123, 11.0018, 25.8478
Si, 29.9718, 13.5475, 25.5886
Si, 1.5943, 15.3076, 27.1772
Si, 3.8667, 1.115, 27.0298
Si, 1.1657, 3.9951, 27.4225
Si, 4.3573, 7.0927, 27.0535
Si, 1.4547, 9.5022, 27.1038
Si, 4.53, 12.7749, 27.1131
Si, 6.766, 14.9388, 26.7393
Si, 9.1044, 0.6321, 27.1448
Si, 7.2541, 4.231, 27.1051
Si, 9.5026, 6.4321, 27.1325
Si, 6.5675, 9.3401, 27.1677
Si, 9.5666, 12.2592, 27.0643
Si, 12.5272, 14.9574, 26.954
Si, 14.6727, 1.0158, 27.0181
Si, 12.028, 4.0852, 26.9037
Si, 15.2775, 6.7787, 27.1703
Si, 12.4845, 9.7875, 26.8334
Si, 14.797, 11.9173, 26.9858
Si, 17.7914, 15.0984, 27.2281
Si, 19.9856, 1.0538, 27.2465
Si, 17.7239, 4.2627, 27.1213
Si, 20.0159, 6.4309, 27.2323
Si, 17.3849, 9.1264, 27.2241
Si, 20.3218, 12.3768, 26.7721
Si, 23.7289, 15.313, 27.293
Si, 25.7864, 1.3107, 26.9218
Si, 23.3006, 4.2774, 27.0423
Si, 25.3733, 6.6849, 27.3234
Si, 22.8988, 10.21, 27.3514
Si, 26.4486, 12.783, 27.1181
Si, 28.5962, 14.9682, 26.7617
Si, 30.7793, 0.7675, 27.3766
Si, 27.8977, 3.5639, 27.4645
Si, 31.8301, 7.2962, 27.5205
Si, 28.8751, 9.8532, 27.1747
Si, 31.044, 12.0952, 27.0728
Si, 0.1893, 13.4985, 29.2136
Si, 14.7495, 15.0798, 34.3319
Si, 8.319, 1.728, 36.2321
Si, 9.6655, 10.1616, 31.6029
Si, 10.2893, 12.3058, 33.7492
Si, 5.9117, 10.6125, 32.3416
Si, 5.3822, 2.9852, 29.0367
Si, 5.1701, 8.692, 35.2674
Si, 10.9314, 2.1061, 28.9408
Si, 15.6154, 4.5206, 29.3122
Si, 11.3656, 13.3651, 29.191
Si, 11.9423, 10.2548, 29.5583
Si, 6.2329, 7.832, 32.6432
Si, 16.5026, 13.1271, 29.3551
Si, 4.9012, 6.245, 36.6497
Si, 10.4129, 4.1622, 31.0664
Si, 14.8541, 12.9537, 32.0138
Si, 21.5257, 8.7389, 32.2509
Si, 22.8654, 10.2981, 35.7989
Si, 16.3601, 4.9422, 32.3417
Si, 9.1616, 6.3218, 35.9189
Si, 25.5246, 9.8265, 31.4421
Si, 13.4688, 8.2142, 30.6747
Si, 9.5678, 16.3144, 34.2331
Si, 18.8919, 12.2575, 35.7539
Si, 1.8781, 5.745, 31.7849
Si, 22.5783, 3.8898, 29.9644
Si, 32.1378, 7.4891, 30.6197
Si, 28.1213, 9.5685, 30.0439
Si, 26.6761, 12.09, 30.0153
Si, 2.5549, 13.7675, 33.3834
Si, 29.8392, 12.5009, 33.4796
Si, 29.9959, 2.8752, 31.5532
Si, 2.6621, 11.4687, 29.208
Si, -0.0983, 5.1087, 35.9711
Si, 29.4351, 4.2295, 35.7133
Si, 27.2531, 13.1096, 34.4559
Si, 4.7558, 2.4687, 34.5099
Si, 1.4786, 2.7614, 31.7701
Si, 11.8329, 6.0735, 29.1203
Si, 0.2986, 9.9683, 32.0331
Si, 7.3316, 14.7892, 32.7283
Si, 6.4382, 13.1098, 30.5848
Si, 3.0299, 10.8789, 32.3009
Si, 3.2912, 5.3416, 29.2197
Si, 4.3689, 1.8711, 31.455
Si, 10.9227, 12.0098, 36.5488
Si, 13.4761, 0.5761, 32.4177
Si, 20.0553, 4.5025, 34.7361
Si, 20.3852, 2.0156, 30.2064
Si, 18.7222, 10.9794, 29.0722
Si, 16.2263, 6.4842, 36.6842
Si, 11.9407, 14.9475, 35.8946
Si, 14.6034, 4.5855, 34.7339
Si, 17.1138, 16.0015, 35.9251
Si, 25.1054, 4.9692, 31.3813
Si, 19.727, 14.8755, 34.655
Si, 18.5055, 3.1948, 36.9151
Si, 25.1485, 14.0643, 36.4295
Si, 21.5809, 10.7131, 30.0527
Si, 20.1326, 9.809, 34.657
Si, 21.5538, 6.7721, 29.8809
Si, 24.4725, 7.5312, 29.9984
Si, 1.6782, 2.8148, 34.7761
Si, 30.2344, 1.7424, 34.3016
Si, 32.1327, 2.2974, 29.5469
Si, -0.1756, 13.1629, 32.1559
Si, 27.9225, 13.8945, 31.8323
Si, 25.9927, 0.9818, 33.8116
Si, 31.4712, 10.2532, 34.5168
Si, 26.5166, 16.5587, 36.7577
Si, 2.3042, 13.9203, 36.479
Si, -0.2535, 1.2017, 36.4028
Si, 7.4282, 4.1652, 34.7769
Si, -0.0061, 11.8749, 36.6404
Si, 11.2297, 2.4677, 33.5221
Si, 5.9047, 11.1328, 36.6771
Si, 12.0313, 14.0548, 31.9339
Si, 7.2512, 12.4946, 34.3903
Si, 11.6637, 4.5254, 35.6379
Si, 15.0865, 10.3706, 33.7122
Si, 4.7656, 15.2946, 31.6011
Si, 8.4711, 5.7308, 32.3344
Si, 7.8539, 11.0171, 29.2094
Si, 3.8289, 6.7164, 33.9219
Si, 9.9882, 7.8637, 33.7099
Si, 14.0179, 1.9081, 29.6801
Si, 12.9132, 8.3492, 33.4902
Si, 5.4822, 0.9041, 36.8108
Si, 15.5111, 7.6842, 32.7484
Si, 16.1213, 11.5153, 36.5366
Si, 22.6903, 12.8888, 28.5523
Si, 19.006, 3.2326, 32.4145
Si, 24.5811, 3.5488, 34.0604
Si, 15.7641, 2.1826, 36.2235
Si, 26.0718, 7.7451, 35.6296
Si, 19.2456, 7.1485, 36.067
Si, 23.1215, 1.0515, 33.7998
Si, 22.6802, 15.2881, 35.8208
Si, 22.7223, 4.9454, 35.816
Si, 28.6841, 6.6249, 34.2351
Si, 20.2523, 0.5265, 32.5533
Si, 25.556, 10.4584, 34.4834
Si, 23.3081, 7.6054, 34.5722
Si, 28.1152, 4.8264, 30.3578
Si, 31.1983, 7.6043, 35.8006
Si, 28.5486, 16.7597, 32.2847
Si, 29.3513, 7.3126, 31.3434
Si, 1.3722, 14.9414, 5.4377
Si, 4.0782, 1.3489, 5.4604
Si, 1.3229, 4.1066, 5.452
Si, 4.0197, 6.8316, 5.4523
Si, 1.3778, 9.5496, 5.4198
Si, 4.0632, 12.2456, 5.3977
Si, 6.7804, 14.9404, 5.388
Si, 9.5029, 1.3245, 5.4649
Si, 6.7968, 4.069, 5.4491
Si, 9.5178, 6.8114, 5.4287
Si, 6.8154, 9.5196, 5.4454
Si, 9.5029, 12.2478, 5.4177
Si, 12.2317, 14.9523, 5.4501
Si, 14.9505, 1.3803, 5.4484
Si, 12.2586, 4.0745, 5.4433
Si, 14.9377, 6.7892, 5.5116
Si, 12.2406, 9.5138, 5.466
Si, 14.9433, 12.2449, 5.4787
Si, 17.6922, 14.9401, 5.5046
Si, 20.4292, 1.3327, 5.4642
Si, 17.6915, 4.0712, 5.4809
Si, 20.4103, 6.8082, 5.4381
Si, 17.7093, 9.5425, 5.5243
Si, 20.4321, 12.2144, 5.4761
Si, 23.163, 14.9607, 5.4252
Si, 25.8566, 1.3457, 5.3758
Si, 23.1665, 4.078, 5.4429
Si, 25.8233, 6.7838, 5.4856
Si, 23.1032, 9.5137, 5.4695
Si, 25.8282, 12.2592, 5.445
Si, 28.5702, 14.9973, 5.4098
Si, 31.2495, 1.3852, 5.4076
Si, 28.5751, 4.047, 5.4478
Si, 31.2303, 6.8512, 5.4879
Si, 28.5713, 9.5344, 5.4627
Si, 31.302, 12.262, 5.4331
Si, 2.7114, 16.3123, 6.8043
Si, 5.4378, 2.714, 6.8106
Si, 2.6874, 5.4564, 6.8138
Si, 5.4233, 8.1716, 6.7919
Si, 2.7224, 10.8992, 6.7922
Si, 5.4303, 13.592, 6.7693
Si, 8.1262, 16.2883, 6.7932
Si, 10.8772, 2.7121, 6.79
Si, 8.1636, 5.4376, 6.7909
Si, 10.864, 8.1632, 6.8114
Si, 8.1568, 10.8927, 6.7998
Si, 10.8675, 13.5879, 6.7967
Si, 13.5875, 16.3304, 6.8009
Si, 16.3261, 2.7087, 6.8262
Si, 13.5831, 5.4241, 6.8463
Si, 16.3332, 8.1512, 6.8364
Si, 13.601, 10.8676, 6.8288
Si, 16.31, 13.5958, 6.8421
Si, 19.0628, 16.3115, 6.8337
Si, 21.7935, 2.7141, 6.7963
Si, 19.0576, 5.4465, 6.8118
Si, 21.7535, 8.1554, 6.8283
Si, 19.0706, 10.8914, 6.8652
Si, 21.7972, 13.6028, 6.7976
Si, 24.515, 16.3244, 6.7807
Si, 27.1979, 2.6932, 6.7842
Si, 24.4893, 5.4227, 6.8427
Si, 27.1999, 8.167, 6.8098
Si, 24.4796, 10.8867, 6.806
Si, 27.2144, 13.623, 6.778
Si, 29.906, 16.3512, 6.7904
Si, -0.0273, 2.7266, 6.7919
Si, 29.9, 5.4419, 6.8158
Si, 0.0005, 8.2003, 6.7967
Si, 29.942, 10.8977, 6.7997
Si, 0.0077, 13.6055, 6.8089
Si, 1.3396, 1.361, 8.1478
Si, 4.0606, 4.0816, 8.1515
Si, 1.3389, 6.8236, 8.1649
Si, 4.0773, 9.537, 8.1554
Si, 1.3593, 12.2432, 8.1652
Si, 4.0791, 14.9522, 8.1493
Si, 6.7917, 1.3472, 8.1609
Si, 9.5193, 4.0761, 8.1516
Si, 6.7841, 6.7954, 8.1414
Si, 9.5077, 9.5269, 8.1641
Si, 6.784, 12.2429, 8.1507
Si, 9.5036, 14.9463, 8.1535
Si, 12.2289, 1.3597, 8.1637
Si, 14.9661, 4.0712, 8.1833
Si, 12.2203, 6.7988, 8.1768
Si, 14.9688, 9.514, 8.1846
Si, 12.2284, 12.2335, 8.1649
Si, 14.9494, 14.9731, 8.1718
Si, 17.6922, 1.3521, 8.1792
Si, 20.4264, 4.0763, 8.1556
Si, 17.6971, 6.7917, 8.1844
Si, 20.415, 9.5127, 8.2037
Si, 17.6879, 12.247, 8.1949
Si, 20.4326, 14.951, 8.172
Si, 23.1512, 1.3551, 8.1541
Si, 25.8601, 4.0594, 8.1699
Si, 23.1276, 6.8002, 8.1789
Si, 25.8467, 9.5329, 8.1654
Si, 23.1354, 12.2446, 8.174
Si, 25.8613, 14.9696, 8.1555
Si, 28.5539, 1.3648, 8.1701
Si, 31.2709, 4.089, 8.166
Si, 28.5477, 6.8012, 8.1737
Si, 31.286, 9.5413, 8.1699
Si, 28.5683, 12.2582, 8.1455
Si, 31.2736, 14.9798, 8.1435
Si, -0.0121, 16.3272, 9.5184
Si, 2.6994, 2.7222, 9.509
Si, -0.0126, 5.4537, 9.5219
Si, 2.712, 8.1762, 9.5146
Si, -0.0002, 10.8935, 9.5323
Si, 2.7165, 13.605, 9.5191
Si, 5.4255, 16.3159, 9.5171
Si, 8.1538, 2.7154, 9.5084
Si, 5.4247, 5.44, 9.5075
Si, 8.1407, 8.1568, 9.5081
Si, 5.4305, 10.8882, 9.5203
Si, 8.145, 13.5951, 9.5168
Si, 10.864, 16.3135, 9.5103
Si, 13.5972, 2.71, 9.5273
Si, 10.8664, 5.4324, 9.5263
Si, 13.5978, 8.152, 9.5283
Si, 10.8723, 10.8765, 9.5258
Si, 13.5916, 13.5989, 9.5188
Si, 16.3258, 16.3159, 9.5315
Si, 19.0611, 2.7212, 9.5202
Si, 16.3314, 5.4317, 9.534
Si, 19.0506, 8.1522, 9.5471
Si, 16.3293, 10.8757, 9.5396
Si, 19.0625, 13.6038, 9.5363
Si, 21.7904, 16.3204, 9.5215
Si, 24.497, 2.7111, 9.5301
Si, 21.7733, 5.4347, 9.5314
Si, 24.4932, 8.1669, 9.5276
Si, 21.7825, 10.8827, 9.5393
Si, 24.5026, 13.6084, 9.521
Si, 27.2078, 16.3217, 9.5319
Si, 29.9137, 2.7284, 9.5253
Si, 27.2012, 5.4363, 9.533
Si, 29.9197, 8.1694, 9.5177
Si, 27.2129, 10.8962, 9.5157
Si, 29.9228, 13.6151, 9.5129
Si, 1.3499, 14.9655, 10.8764
Si, 4.0597, 1.3605, 10.8691
Si, 1.3469, 4.0871, 10.8747
Si, 4.0666, 6.8044, 10.8683
Si, 1.3543, 9.5271, 10.8852
Si, 4.0688, 12.2438, 10.882
Si, 6.7869, 14.9581, 10.8757
Si, 9.5089, 1.3553, 10.8711
Si, 6.7849, 4.0759, 10.8633
Si, 9.5002, 6.7962, 10.872
Si, 6.7853, 9.5173, 10.8729
Si, 9.5067, 12.2359, 10.8768
Si, 12.2283, 14.9568, 10.8724
Si, 14.9627, 1.3547, 10.8843
Si, 12.2351, 4.0738, 10.8787
Si, 14.9658, 6.7939, 10.8834
Si, 12.2367, 9.5154, 10.8798
Si, 14.9598, 12.241, 10.8787
Si, 17.6955, 14.9613, 10.8862
Si, 20.4249, 1.3614, 10.8778
Si, 17.699, 4.0746, 10.8853
Si, 20.4182, 6.7935, 10.8953
Si, 17.691, 9.5162, 10.8959
Si, 20.42, 12.2404, 10.8935
Si, 23.1445, 14.9633, 10.8875
Si, 25.8525, 1.3591, 10.8957
Si, 23.1392, 4.0781, 10.8864
Si, 25.8482, 6.8046, 10.8889
Si, 23.1428, 9.5254, 10.8957
Si, 25.8579, 12.2501, 10.8857
Si, 28.5685, 14.9651, 10.8887
Si, 31.2724, 1.3667, 10.8843
Si, 28.5625, 4.0849, 10.8938
Si, 31.2713, 6.8099, 10.8849
Si, 28.5648, 9.5315, 10.8802
Si, 31.2758, 12.2551, 10.8831
Si, 2.7028, 16.3277, 12.2385
Si, 5.4217, 2.7206, 12.2254
Si, 2.7055, 5.448, 12.2319
Si, 5.4219, 8.1604, 12.2333
Si, 2.7091, 10.8859, 12.2446
Si, 5.4266, 13.6036, 12.2383
Si, 8.1477, 16.3179, 12.2315
Si, 10.87, 2.7126, 12.2301
Si, 8.1393, 5.4348, 12.2283
Si, 10.8701, 8.1513, 12.2265
Si, 8.1462, 10.8744, 12.2317
Si, 10.871, 13.5955, 12.2316
Si, 13.5958, 16.3116, 12.2307
Si, 16.332, 2.7136, 12.2351
Si, 13.6024, 5.4305, 12.2332
Si, 16.3295, 8.1513, 12.2439
Si, 13.6023, 10.8748, 12.2339
Si, 16.3309, 13.5949, 12.2333
Si, 19.0631, 16.3215, 12.237
Si, 21.7806, 2.72, 12.2458
Si, 19.0571, 5.4341, 12.2488
Si, 21.7812, 8.1599, 12.2469
Si, 19.0598, 10.8761, 12.2458
Si, 21.7856, 13.6012, 12.2466
Si, 24.4959, 16.3221, 12.2567
Si, 27.2079, 2.7233, 12.2547
Si, 24.4941, 5.4424, 12.2482
Si, 27.2096, 8.1695, 12.2456
Si, 24.5032, 10.8886, 12.251
Si, 27.2112, 13.6086, 12.2534
Si, 29.92, 16.3274, 12.2525
Si, -0.0115, 2.7315, 12.2416
Si, 29.9175, 5.4505, 12.2497
Si, -0.0081, 8.1682, 12.2437
Si, 29.9204, 10.8906, 12.2459
Si, -0.0066, 13.6098, 12.2466
Si, 1.3446, 1.3703, 13.602
Si, 4.0625, 4.0837, 13.5872
Si, 1.3468, 6.8039, 13.6004
Si, 4.0626, 9.5178, 13.5989
Si, 1.3473, 12.2433, 13.6058
Si, 4.0624, 14.9644, 13.595
Si, 6.7803, 1.3583, 13.5839
Si, 9.502, 4.0716, 13.5824
Si, 6.7778, 6.7934, 13.5887
Si, 9.5071, 9.5084, 13.5827
Si, 6.7855, 12.2367, 13.5893
Si, 9.5102, 14.9558, 13.588
Si, 12.2332, 1.3521, 13.5849
Si, 14.9678, 4.0717, 13.589
Si, 12.2353, 6.7914, 13.5809
Si, 14.9673, 9.5149, 13.5915
Si, 12.2368, 12.2328, 13.5852
Si, 14.9651, 14.9536, 13.583
Si, 17.6995, 1.359, 13.5911
Si, 20.4238, 4.0809, 13.6063
Si, 17.6967, 6.7954, 13.6026
Si, 20.4227, 9.5192, 13.6047
Si, 17.6948, 12.2372, 13.5925
Si, 20.4239, 14.9626, 13.5987
Si, 23.1388, 1.3671, 13.6129
Si, 25.8528, 4.0875, 13.6129
Si, 23.1404, 6.8043, 13.6088
Si, 25.8572, 9.528, 13.6143
Si, 23.1455, 12.2469, 13.6127
Si, 25.8557, 14.9682, 13.6194
Si, 28.5632, 1.3657, 13.6185
Si, 31.2719, 4.0893, 13.6094
Si, 28.5651, 6.8123, 13.6124
Si, 31.2762, 9.5283, 13.6083
Si, 28.5659, 12.2474, 13.6152
Si, 31.2761, 14.9671, 13.6145
Si, -0.0126, 16.3359, 14.9714
Si, 2.7009, 2.7361, 14.9573
Si, -0.0148, 5.4533, 14.9687
Si, 2.7008, 8.1618, 14.9643
Si, -0.0078, 10.8836, 14.9738
Si, 2.7047, 13.6069, 14.9592
Si, 5.42, 16.3267, 14.9506
Si, 8.1382, 2.7148, 14.9438
Si, 5.4157, 5.4389, 14.9532
Si, 8.1434, 8.1501, 14.9403
Si, 5.4243, 10.8795, 14.9491
Si, 8.1474, 13.5954, 14.9435
Si, 10.8728, 16.3142, 14.9448
Si, 13.6001, 2.7089, 14.9373
Si, 10.8696, 5.4299, 14.9314
Si, 13.6032, 8.1464, 14.9364
Si, 10.8733, 10.8654, 14.9333
Si, 13.607, 13.5894, 14.938
Si, 16.3327, 16.313, 14.9339
Si, 19.0617, 2.7152, 14.9537
Si, 16.3334, 5.4267, 14.948
Si, 19.0635, 8.1564, 14.9598
Si, 16.3379, 10.8712, 14.9459
Si, 19.0614, 13.5957, 14.9464
Si, 21.7804, 16.3215, 14.965
Si, 24.4954, 2.7317, 14.9765
Si, 21.7828, 5.4459, 14.9672
Si, 24.4987, 8.1648, 14.9715
Si, 21.7868, 10.878, 14.9633
Si, 24.5011, 13.6074, 14.9807
Si, 27.2065, 16.3315, 14.9871
Si, 29.9151, 2.7335, 14.9771
Si, 27.2099, 5.4508, 14.9736
Si, 29.9216, 8.1705, 14.9779
Si, 27.2118, 10.888, 14.9812
Si, 29.92, 13.6067, 14.9813
Si, 1.3483, 14.9709, 16.321
Si, 4.0607, 1.3744, 16.3104
Si, 1.3419, 4.0959, 16.3259
Si, 4.0546, 6.7953, 16.3205
Si, 1.3411, 9.514, 16.336
Si, 4.0624, 12.2376, 16.3098
Si, 6.784, 14.9593, 16.2975
Si, 9.5006, 1.3517, 16.2968
Si, 6.7722, 4.0711, 16.3055
Si, 9.5034, 6.7812, 16.2891
Si, 6.7821, 9.5101, 16.2976
Si, 9.5083, 12.2205, 16.2873
Si, 12.2447, 14.95, 16.2896
Si, 14.9683, 1.3481, 16.2866
Si, 12.2326, 4.0703, 16.285
Si, 14.9653, 6.7848, 16.294
Si, 12.2363, 9.5026, 16.2853
Si, 14.9751, 12.2314, 16.294
Si, 17.697, 14.9576, 16.2913
Si, 20.419, 1.3603, 16.3193
Si, 17.7004, 4.0722, 16.3075
Si, 20.4301, 6.8083, 16.3267
Si, 17.7006, 9.5163, 16.3098
Si, 20.4221, 12.2389, 16.3097
Si, 23.144, 14.9759, 16.3344
Si, 25.8537, 1.3834, 16.348
Si, 23.1429, 4.0983, 16.3367
Si, 25.8557, 6.8091, 16.3369
Si, 23.1422, 9.5221, 16.334
Si, 25.8577, 12.2483, 16.3471
Si, 28.5633, 14.9685, 16.3477
Si, 31.2701, 1.3766, 16.3398
Si, 28.5629, 4.0972, 16.3444
Si, 31.2744, 6.8099, 16.3452
Si, 28.567, 9.5277, 16.3453
Si, 31.2751, 12.2399, 16.3411
Si, 2.7007, 16.3428, 17.6723
Si, 5.4044, 2.7335, 17.6829
Si, 2.6852, 5.4564, 17.6982
Si, 5.4244, 8.1545, 17.6636
Si, 2.71, 10.8764, 17.6779
Si, 5.425, 13.6011, 17.6554
Si, 8.1348, 16.3194, 17.6601
Si, 10.865, 2.717, 17.64
Si, 8.1401, 5.4253, 17.6519
Si, 10.8777, 8.1311, 17.6344
Si, 8.1505, 10.8593, 17.6493
Si, 10.8745, 13.5831, 17.6276
Si, 13.6179, 16.3011, 17.6444
Si, 16.3324, 2.7001, 17.6454
Si, 13.6018, 5.4174, 17.6434
Si, 16.3326, 8.143, 17.6457
Si, 13.6051, 10.8629, 17.6314
Si, 16.3481, 13.5898, 17.645
Si, 19.0474, 16.3148, 17.6607
Si, 21.7796, 2.7269, 17.6763
Si, 19.0646, 5.4368, 17.6629
Si, 21.7912, 8.1628, 17.7035
Si, 19.0722, 10.8711, 17.6696
Si, 21.7772, 13.6032, 17.6697
Si, 24.4956, 16.3436, 17.7058
Si, 27.1983, 2.7587, 17.7182
Si, 24.4992, 5.4626, 17.7084
Si, 27.2092, 8.1654, 17.7046
Si, 24.4991, 10.8807, 17.6998
Si, 27.2165, 13.6033, 17.7183
Si, 29.9068, 16.3468, 17.7064
Si, -0.0164, 2.7472, 17.6951
Si, 29.9156, 5.4551, 17.7139
Si, -0.011, 8.1595, 17.7215
Si, 29.9293, 10.8732, 17.7161
Si, -0.0073, 13.614, 17.6856
Si, 1.3467, 1.3888, 19.0409
Si, 4.0354, 4.0949, 19.0523
Si, 1.3425, 6.8054, 19.0995
Si, 4.0624, 9.5011, 19.0332
Si, 1.3507, 12.2406, 19.0314
Si, 4.0715, 14.9791, 19.0066
Si, 6.7693, 1.3646, 19.024
Si, 9.4969, 4.0639, 19.0093
Si, 6.7818, 6.7848, 19.01
Si, 9.5129, 9.4783, 18.9881
Si, 6.7794, 12.2196, 18.9963
Si, 9.5071, 14.933, 18.9796
Si, 12.2414, 1.3525, 18.9684
Si, 14.9695, 4.0558, 18.9927
Si, 12.2322, 6.7676, 18.9948
Si, 14.9584, 9.4952, 18.9854
Si, 12.243, 12.2264, 18.9755
Si, 14.9914, 14.9425, 19.0022
Si, 17.6781, 1.3428, 19.018
Si, 20.4207, 4.0835, 19.0297
Si, 17.698, 6.792, 19.0084
Si, 20.4264, 9.5232, 19.0541
Si, 17.7162, 12.2427, 19.0086
Si, 20.414, 14.9636, 19.0159
Si, 23.1416, 1.4016, 19.0618
Si, 25.8521, 4.1288, 19.097
Si, 23.1556, 6.82, 19.0844
Si, 25.8518, 9.5174, 19.0679
Si, 23.1282, 12.2467, 19.0375
Si, 25.8574, 14.9826, 19.064
Si, 28.5589, 1.4053, 19.0753
Si, 31.2812, 4.1093, 19.0793
Si, 28.5545, 6.8094, 19.0818
Si, 31.2631, 9.4987, 19.0984
Si, 28.5777, 12.2323, 19.0799
Si, 31.2793, 14.9846, 19.0458
Si, -0.0263, 16.3757, 20.3984
Si, 2.667, 2.7536, 20.4311
Si, -0.0215, 5.454, 20.4831
Si, 2.7263, 8.1618, 20.4464
Si, 0.0168, 10.8686, 20.4092
Si, 2.7135, 13.6255, 20.3533
Si, 5.4001, 16.3399, 20.3897
Si, 8.1264, 2.723, 20.3793
Si, 5.3968, 5.4696, 20.3861
Si, 8.1741, 8.1061, 20.3599
Si, 5.4357, 10.8548, 20.3661
Si, 8.1414, 13.5773, 20.3392
Si, 10.8771, 16.3054, 20.2977
Si, 13.6084, 2.6874, 20.3375
Si, 10.871, 5.4108, 20.3604
Si, 13.5975, 8.1247, 20.3387
Si, 10.8871, 10.8457, 20.3085
Si, 13.6168, 13.5742, 20.3283
Si, 16.3431, 16.2869, 20.3919
Si, 19.0329, 2.7232, 20.3556
Si, 16.3338, 5.4154, 20.3415
Si, 19.056, 8.1417, 20.3828
Si, 16.3342, 10.8638, 20.3105
Si, 19.0831, 13.5912, 20.3871
Si, 21.7542, 16.3446, 20.3653
Si, 24.477, 2.7843, 20.4508
Si, 21.7896, 5.4284, 20.4023
Si, 24.5036, 8.1906, 20.4719
Si, 21.7831, 10.8961, 20.4213
Si, 24.4829, 13.6073, 20.3901
Si, 27.1959, 16.3704, 20.4302
Si, 29.9088, 2.7781, 20.4439
Si, 27.1885, 5.5057, 20.4841
Si, 29.9081, 8.1218, 20.4826
Si, 27.2327, 10.8384, 20.4333
Si, 29.9534, 13.6075, 20.4136
O, 3.9181, 12.2185, 28.5185
O, 27.0015, 0.787, 32.5779
O, 2.7627, 16.3748, 27.6307
O, 4.7476, 1.7317, 28.2469
O, 29.9829, 10.9824, 27.6597
O, 3.6667, 6.7096, 28.474
O, 4.3131, 1.6121, 37.6511
O, 6.8321, 9.8968, 28.6819
O, 0.355, 8.4292, 27.6353
O, 8.3395, 5.3621, 27.5786
O, 8.4078, 10.5961, 30.6724
O, 10.1255, 13.3649, 28.144
O, 11.2778, 13.5125, 33.275
O, 10.9507, 3.116, 27.6754
O, 5.4771, 8.1839, 27.4553
O, 8.9655, 11.0814, 28.0322
O, 12.4263, 14.347, 28.4728
O, 16.7884, 3.823, 28.4057
O, 21.6661, 5.2008, 30.2421
O, 13.5067, 16.2232, 27.1253
O, 9.4192, 9.0273, 32.7281
O, 17.9148, 9.6292, 28.6951
O, 19.3354, 11.4431, 27.6616
O, 29.3476, 0.5386, 33.6933
O, 14.2102, 1.1527, 31.0919
O, 18.9344, 16.184, 27.6808
O, 1.0537, 13.978, 32.8211
O, 28.3544, 4.0925, 28.9355
O, 22.6884, 3.593, 28.3806
O, 24.3734, 5.4045, 27.5489
O, 1.3303, 12.3643, 29.2324
O, 28.0277, 11.1826, 30.0068
O, 0.8454, 4.1911, 35.0187
O, 32.1212, 9.4245, 33.3081
O, 10.8073, 15.5403, 34.9077
O, 9.5044, 12.3025, 37.2962
O, 0.8494, 6.8036, 31.1598
O, 29.2122, 9.1406, 38.2744
O, 7.8459, 3.6154, 38.4461
O, 28.9707, 4.1133, 31.5327
O, 13.6769, 10.7918, 27.3548
O, 31.6409, 2.2084, 37.4144
O, 11.6348, 13.4467, 36.4029
O, 10.8082, 9.7416, 30.571
O, 7.973, 8.4844, 38.6731
O, 14.6178, 16.4565, 33.4782
O, 22.6839, 10.7038, 37.3552
O, 16.6213, 1.1206, 35.371
O, 2.2908, 10.1275, 28.3698
O, 28.8731, 13.0898, 34.653
O, 11.7154, 4.5966, 37.2428
O, 31.401, 1.0178, 28.8768
O, 25.8828, 7.2726, 37.1791
O, 1.8928, 4.8099, 28.6268
O, 26.6457, 11.6213, 34.3003
O, 13.2807, 8.9484, 38.2235
O, 21.3476, 0.6314, 38.4167
O, 12.4799, 8.1397, 31.9493
O, 6.1342, 15.8044, 32.3371
O, 5.8073, 15.7333, 37.3444
O, 11.6303, 9.4674, 28.1827
O, 22.0504, 9.8516, 28.7291
O, 15.1088, 7.5608, 37.1517
O, 18.7462, 14.2936, 38.3509
O, 30.0321, 7.3078, 34.756
O, 26.0054, 12.1787, 28.5645
O, 14.9589, 7.8638, 31.2115
O, -0.0577, 16.2007, 37.3198
O, 15.8079, 13.4314, 30.7885
O, 22.7379, 8.1744, 33.1705
O, 7.7905, 4.6167, 33.2818
O, 15.1143, 5.8406, 28.5072
O, 17.3658, 12.5001, 36.2281
O, 15.0158, 12.3272, 37.3951
O, 24.9998, 12.8461, 37.4785
O, 8.9784, 4.9154, 31.0423
O, 6.3263, 9.1685, 31.723
O, 5.6469, 13.9432, 27.4796
O, 13.3867, 9.7329, 30.1024
O, 11.7079, 10.9099, 37.4302
O, 26.0203, 1.652, 37.362
O, 15.0349, 1.2715, 28.5897
O, 13.3753, 14.9186, 35.1626
O, 31.2443, 12.215, 37.3982
O, 6.6166, 13.8748, 33.8615
O, 21.8074, 0.6366, 32.9894
O, 7.0384, 10.1509, 37.2252
O, 23.4474, 14.3281, 28.6154
O, 13.5422, 9.8264, 33.7777
O, 9.429, 1.8508, 37.4021
O, 23.0162, 7.2424, 29.3696
O, 19.9784, 6.8471, 37.4848
O, 24.7886, 16.5288, 27.703
O, 31.0372, 3.1726, 30.3548
O, 0.1103, 3.0599, 28.2551
O, 12.8869, 7.2078, 29.5588
O, 3.5907, 6.5579, 37.5418
O, 8.8412, 12.7761, 34.3042
O, 11.8952, 11.8489, 29.3575
O, 5.8121, 5.1924, 37.4895
O, 26.7805, 2.3602, 27.7522
O, 7.7821, 5.4711, 35.6983
O, 5.6141, 7.7029, 36.4915
O, 0.8831, 14.8022, 28.5593
O, 7.8188, 14.1701, 38.1999
O, 24.1883, 8.8226, 38.3454
O, 0.5, 5.0657, 37.4744
O, 19.8671, 12.3559, 37.0763
O, 30.1441, 10.9654, 33.9089
O, 11.4101, 3.0453, 35.0254
O, 29.6271, 14.1892, 38.1326
O, 21.44, 4.0397, 35.4303
O, 4.8123, 2.0679, 32.9699
O, 11.9301, 15.8699, 37.2378
O, 11.0327, 13.9659, 30.6546
O, 24.4069, 9.0322, 30.5896
O, 21.8409, 2.6076, 30.5988
O, 28.1516, 9.1523, 28.4753
O, 13.4175, 3.2817, 38.5466
O, 21.5011, 10.6184, 35.0011
O, 25.8347, 2.5485, 34.2194
O, 4.1148, 16.6484, 31.026
O, 19.2789, 13.343, 34.636
O, 2.6408, 14.2304, 34.9369
O, 30.921, 7.0025, 31.5786
O, 3.6684, 14.5955, 32.5611
O, 10.4737, 6.6825, 28.4408
O, 5.0309, 1.0567, 35.274
O, 13.4548, 14.1792, 38.4214
O, 10.2828, 2.8046, 30.2219
O, 16.0532, 9.1101, 33.3117
O, 9.4365, 6.6498, 37.473
O, 26.5563, 13.8054, 35.698
O, 27.5725, 13.9298, 27.5353
O, 17.5449, 3.8864, 32.6766
O, 4.4148, 4.2558, 28.8891
O, 22.7515, 15.1135, 37.4136
O, 31.3603, 9.2104, 35.7376
O, 4.4071, 5.7752, 35.1524
O, 16.7094, 10.3066, 37.4445
O, 22.9734, 16.8115, 35.3297
O, 23.897, 14.2651, 35.4033
O, 21.2186, 14.9056, 35.2744
O, 26.5663, 4.7147, 30.7725
O, 2.2601, 15.1855, 37.492
O, 10.1421, 11.4527, 32.4142
O, 19.8311, 8.5673, 35.6187
O, 17.0016, 16.0111, 37.5335
O, 15.6341, 5.5588, 35.513
O, 22.4996, 6.2784, 34.9438
O, 6.8068, 3.4341, 28.4595
O, 13.2951, 13.0928, 31.5843
O, 8.7239, 15.465, 33.1496
O, 8.5237, 16.687, 35.4084
O, 21.0803, 7.6021, 31.1861
O, 25.5928, 7.2879, 28.8422
O, 15.4847, 10.9711, 35.1571
O, 32.2549, 13.8152, 30.6879
O, 4.8968, 6.903, 32.6982
O, 3.4348, 12.9745, 37.1149
O, 20.0619, 4.2263, 33.1459
O, 16.9044, 3.0407, 36.9761
O, 10.0935, 1.3226, 33.4902
O, 2.3124, 8.7379, 38.2726
O, 14.194, 7.3408, 33.6895
O, 23.0597, 8.6959, 35.7333
O, 20.2792, 1.869, 28.6224
O, 1.1865, 1.7466, 35.8988
O, 24.972, 4.6313, 32.9443
O, 5.213, 11.6033, 38.069
O, 24.8838, 7.2532, 34.634
O, 6.3371, 8.4488, 34.1546
O, 31.4689, 1.0508, 35.0822
O, 19.3949, 1.9464, 37.4051
O, 24.5454, 16.7467, 33.3059
O, 28.4973, 4.661, 36.9861
O, 7.1663, 12.4962, 29.2741
O, 0.7719, 10.6828, 37.3904
O, 21.3239, 13.2345, 27.742
O, 10.8519, 11.4597, 35.019
O, 5.2504, 14.2217, 30.4616
O, 30.6858, 2.679, 33.0257
O, 12.5995, 1.7802, 33.0233
O, 18.8587, 5.3354, 27.6353
O, 22.039, 10.0399, 31.4361
O, 20.211, 0.5746, 30.9338
O, 24.1404, 11.0083, 35.0791
O, 15.031, 13.8939, 33.2958
O, 28.5127, 7.0675, 32.6994
O, 27.4374, 7.1251, 35.0969
O, 17.7013, 12.0818, 29.6478
O, 24.0542, 4.0494, 30.5749
O, 2.4682, 6.1677, 33.2457
O, 3.7419, 8.17, 34.6593
O, 26.8726, 9.0695, 30.9462
O, 23.528, 11.7117, 27.7544
O, 17.622, 7.1387, 36.1934
O, 23.2837, 2.6525, 33.6596
O, 19.6867, 6.0449, 34.9873
O, 27.9576, 16.1305, 37.358
O, 4.9497, 10.218, 35.7437
O, 29.7084, 3.294, 38.6828
O, 12.582, 5.1547, 28.0111
O, 28.9569, 12.6658, 32.1225
O, 16.0172, 14.9923, 35.3197
O, 0.8611, 13.2224, 36.607
O, 20.2651, 9.2115, 33.1566
O, 2.4279, 3.4194, 38.2749
O, 24.7429, 6.5331, 31.2334
O, 30.7835, 7.2545, 37.3183
O, 5.5348, 2.538, 30.5667
O, -0.1871, 9.0974, 30.7503
O, 24.1339, 3.2827, 38.2869
O, 18.8948, 3.6063, 35.4196
O, 3.1088, 11.2029, 30.721
O, 18.9444, 10.8542, 34.9515
O, 28.6393, 6.356, 30.2367
O, 9.9237, 0.9093, 28.5438
O, 29.6179, 15.938, 27.6296
O, 4.414, 10.2972, 32.8617
O, 14.8075, 3.087, 35.3162
O, 25.6006, 11.3809, 31.0022
O, 16.4371, 5.6482, 38.0515
O, 3.2818, 3.0402, 34.8956
O, 27.0713, 11.2344, 38.2549
O, 12.4629, 1.6903, 29.2541
O, 29.181, 1.502, 31.2465
O, 18.643, 15.7113, 35.5159
O, 15.364, 12.5088, 28.3903
O, 31.6501, 7.0084, 29.1311
O, 19.9549, 10.7619, 30.0897
O, 16.1802, 4.9608, 30.7488
O, 8.4197, 2.9824, 35.2349
O, 17.1377, 14.42, 28.5758
O, 31.5931, 12.979, 28.3213
O, 28.6909, 15.2918, 31.647
O, 16.6148, 6.5044, 32.7859
O, 9.0984, 7.7031, 35.0596
O, 25.4225, 15.4547, 37.2307
O, 6.8913, 11.1811, 33.507
O, 10.4, 5.4698, 35.3115
O, 15.0225, 4.5159, 33.1642
O, 29.3729, 2.6482, 35.3428
O, 2.9875, 2.66, 31.2088
O, 26.5615, 16.5936, 35.1474
O, 14.4062, 3.485, 29.6587
O, 13.0669, 5.0337, 34.9865
O, 28.8426, 5.0308, 34.4367
O, 10.854, 3.7124, 32.5577
O, 16.2513, 8.0152, 27.608
O, 11.501, 5.1581, 30.4094
O, 2.7951, 12.184, 33.2185
O, 7.8461, 15.9391, 27.5391
O, 26.1339, 9.3628, 35.5249
O, 7.3901, 6.8839, 32.063
O, 15.2026, 11.4581, 32.5192
O, 18.6265, 8.8057, 38.4504
O, 7.6185, 13.8005, 31.4676
O, 22.6807, 5.2492, 37.3933
O, 18.739, 4.332, 38.0404
O, 14.8796, 1.4955, 37.3916
O, 9.8039, 6.478, 32.8857
O, 19.2936, 1.7518, 33.0637
O, 29.3583, 8.8494, 30.7916
O, 19.2789, 3.0548, 30.8198
O, 26.9373, 13.9731, 33.1207
O, 5.9171, 3.5648, 34.8395
O, 31.0005, 4.5969, 35.9439
O, 6.6088, 12.3151, 35.8563
O, -0.2497, 11.4496, 35.1036
O, 1.0953, 4.331, 31.8481
O, 12.5334, 15.5895, 32.1294
O, 24.151, 4.2885, 35.4295
O, 5.7947, 11.8013, 31.2742
O, 25.3073, 9.7628, 33.0341
O, 27.0616, 13.5632, 30.5234
O, 22.2486, 12.2033, 29.957
O, 0.5843, 1.9395, 30.6945
O, 6.8747, 1.7058, 36.9553
O, -0.1494, 6.6663, 35.4777
O, 20.5278, 7.0246, 28.6644
O, 3.1417, 5.6155, 30.7888
O, 1.8599, 9.7739, 32.4177
O, 19.7118, 15.456, 33.1487
O, 11.5149, 8.1057, 34.2487
O, 31.2053, 13.3145, 33.1679
O, 0.0572, 11.5686, 31.8799
O, 1.3678, 2.2063, 33.2915

Results
total energy: -218728.031 eV
total energy less fixed offsets of O -438.35, Si -107.03 eV per atom: -9.311 eV

Forces (eV/angstrom), in the order of the atoms: element, x, y, z
Si, -0.0518, -0.0342, 0.7725
Si, -0.0156, -0.0021, 0.699
Si, -0.0616, 0.1124, 0.7168
Si, 0.3179, -0.0236, 0.691
Si, -0.1618, 0.096, 0.7953
Si, -0.2971, 0.2854, 0.766
Si, -0.0643, 0.2356, 0.6512
Si, 0.1691, -0.1503, 0.7336
Si, -0.181, 0.151, 0.6116
Si, 0.3617, -0.1933, 0.6441
Si, -0.4306, 0.2648, 0.7229
Si, 0.2135, -0.0774, 0.7113
Si, -0.2805, 0.1948, 0.6455
Si, 0.2727, -0.2242, 0.6748
Si, -0.2228, 0.3492, 0.7168
Si, 0.1763, -0.3377, 0.7318
Si, -0.2169, 0.0487, 0.7314
Si, 0.2229, -0.1785, 0.6784
Si, -0.1556, 0.0918, 0.7342
Si, -0.1488, 0.3717, 0.7497
Si, -0.0264, -0.1049, 0.6624
Si, 0.2635, -0.0471, 0.6567
Si, -0.137, 0.2328, 0.6852
Si, 0.3445, -0.244, 0.6761
Si, 0.2119, -0.1056, 0.8291
Si, 0.1413, -0.1713, 0.7299
Si, -0.2184, 0.063, 0.7286
Si, 0.2065, -0.2374, 0.6884
Si, -0.2217, 0.1572, 0.6848
Si, 0.0399, 0.1669, 0.7022
Si, -0.188, 0.0411, 0.7283
Si, 0.2268, -0.4337, 0.6074
Si, -0.4415, 0.4101, 0.5393
Si, 0.1133, -0.0014, 0.7245
Si, -0.0293, 0.036, 0.4758
Si, 0.2178, -0.0479, 0.7326
Si, 0.0663, -0.0997, -0.052
Si, 0.02, -0.006, -0.0121
Si, -0.0274, -0.0223, -0.0207
Si, -0.0086, 0.0281, -0.0882
Si, 0.0172, 0.0047, -0.0389
Si, -0.0127, -0.037, -0.0242
Si, -0.0363, -0.0359, -0.0517
Si, 0.0132, -0.0175, -0.061
Si, -0.0045, -0.0242, -0.0407
Si, 0.0282, 0.0152, -0.0519
Si, -0.0485, 0.0734, -0.0442
Si, -0.0017, 0.017, -0.0223
Si, -0.017, -0.0179, -0.0382
Si, -0.0341, 0.0303, -0.0862
Si, 0.0359, 0.0067, -0.07
Si, -0.0276, -0.0282, -0.056
Si, -0.0059, -0.032, -0.0463
Si, -0.0076, 0.0173, -0.0437
Si, 0.0064, -0.0176, -0.0326
Si, -0.0076, 0.0074, -0.0613
Si, 0.0702, 0.002, -0.0099
Si, -0.0072, -0.0029, -0.01
Si, 0.0112, -0.0095, -0.0524
Si, -0.0419, -0.04, -0.0744
Si, 0.013, -0.0237, -0.0447
Si, 0.036, 0.0023, -0.0135
Si, 0.0042, 0.0213, -0.0551
Si, -0.0228, -0.0277, -0.056
Si, -0.0628, 0.0331, -0.0554
Si, -0.0151, 0.0559, -0.0838
Si, -0.0027, 0.0282, -0.015
Si, 0.0204, 0.0324, -0.0118
Si, 0.0251, -0.0894, -0.0257
Si, 0.0591, -0.0357, -0.0289
Si, 0.0321, 0.05, -0.0491
Si, -0.0321, 0.0384, -0.078
Si, -0.0127, 0.0079, 0.0155
Si, 0.0095, 0.0012, -0.0103
Si, -0.0133, 0.0327, 0.0097
Si, -0.0089, -0.0431, 0.0264
Si, 0.0007, -0.0095, 0.0047
Si, -0.0232, 0.0162, 0.013
Si, -0.0091, 0.0094, 0.0024
Si, -0.0057, -0.0241, 0.0608
Si, -0.0016, 0.0104, 0.0345
Si, 0.0073, -0.0022, 0.019
Si, 0.0067, 0.0171, 0.0215
Si, 0.0054, -0.0075, -0.0285
Si, -0.0073, 0.0228, 0.0207
Si, -0.0177, 0.0064, 0.0423
Si, -0.0001, -0.0465, 0.023
Si, 0.0475, 0.0235, 0.0119
Si, -0.0438, -0.0011, 0.0342
Si, -0.0017, -0.0162, 0.0413
Si, 0.0159, -0.0067, 0.0163
Si, 0.0223, -0.0407, 0.0249
Si, -0.0285, 0.023, 0.0524
Si, -0.016, -0.0261, 0.0317
Si, -0.0037, -0.0186, 0.0239
Si, 0.0087, -0.0151, 0.0435
Si, -0.0257, 0.0116, 0.0501
Si, -0.0015, -0.0152, 0.018
Si, 0.0057, 0.0145, 0.0207
Si, 0.0071, 0.0007, 0.063
Si, -0.0056, -0.0052, -0.0012
Si, 0.0299, 0.0012, 0.0073
Si, 0.0126, 0.0062, 0.0266
Si, -0.0223, 0.0097, 0.022
Si, 0.0078, 0.0034, 0.046
Si, 0.005, -0.003, 0.0302
Si, -0.0363, -0.0065, 0.0362
Si, 0.0276, -0.0015, -0.0041
Si, -0.0051, -0.012, 0.0071
Si, 0.005, 0.0019, 0.0055
Si, 0.0087, 0.0115, 0.0094
Si, 0.0017, 0.003, -0.0493
Si, -0.0082, 0.0039, -0.0059
Si, 0.0155, 0.0063, -0.0068
Si, -0.0217, 0.0302, 0.008
Si, 0.0095, -0.0024, -0.017
Si, 0.0018, -0.0095, -0.0064
Si, -0.0362, 0.0262, -0.0208
Si, 0.0175, -0.0032, 0.0054
Si, -0.0156, -0.0029, -0.0302
Si, -0.0116, -0.0162, 0.0107
Si, 0.0218, 0.0075, -0.0333
Si, -0.0168, 0.0385, -0.0408
Si, -0.0058, -0.0273, -0.0375
Si, 0.0379, -0.0059, -0.0093
Si, 0.0119, -0.0115, -0.0235
Si, 0.001, -0.018, -0.0179
Si, 0.0105, 0.0197, -0.001
Si, -0.0232, -0.0166, -0.0113
Si, -0.0062, 0.0175, -0.015
Si, -0.0127, 0.0053, 0.0022
Si, -0.0034, 0.0169, 0.0034
Si, 0.0241, 0.0098, -0.0535
Si, -0.0103, -0.0015, -0.0265
Si, -0.0212, 0.0221, -0.003
Si, 0.0128, -0.0303, -0.0038
Si, -0.0139, -0.0093, -0.0331
Si, 0.0064, 0.0205, 0.0086
Si, -0.0028, -0.0223, -0.0449
Si, 0.0031, -0.0018, -0.0487
Si, -0.0353, 0.0254, 0.0267
Si, 0.0042, -0.023, -0.0503
Si, 0.0011, 0.01, -0.0181
Si, 0.0243, -0.0172, -0.018
Si, 0.0129, -0.0051, 0.0026
Si, 0.0087, -0.0149, 0.0062
Si, -0.0028, -0.009, 0.0163
Si, -0.0003, 0.0078, 0.0095
Si, -0.0002, -0.0017, 0.0039
Si, 0.01, -0.0085, 0.0056
Si, 0.0025, 0.0094, -0.0209
Si, 0.0001, -0.008, 0.016
Si, 0.0011, 0.0123, -0.003
Si, -0.0154, 0.0073, 0.0282
Si, -0.0169, -0.0217, -0.0061
Si, 0.0027, -0.0193, -0.003
Si, 0.0001, 0.0353, 0.0092
Si, -0.0316, -0.0002, 0.0052
Si, 0.0164, -0.0248, 0.0076
Si, -0.0206, 0.0104, 0.0017
Si, 0.0114, -0.0139, -0.0071
Si, -0.0192, 0.0006, 0.0145
Si, 0.0014, 0.0134, 0.0212
Si, -0.015, 0.005, -0.004
Si, 0.0035, 0.0014, 0.0099
Si, -0.0079, 0.0026, 0.0082
Si, -0.0122, 0.0131, 0.0108
Si, 0.012, -0.0083, 0.0171
Si, 0.0114, 0.0056, 0.0067
Si, 0.0105, -0.0074, 0.0018
Si, -0.0147, 0.0388, 0.0293
Si, 0.0046, 0.0074, 0.0276
Si, -0.003, 0.005, 0.0177
Si, -0.0078, 0.0123, -0.0126
Si, 0.0095, 0.0035, -0.0186
Si, 0.0125, -0.0093, 0.0125
Si, 0.0225, 0.0029, 0.0039
Si, -0.013, -0.0248, 0.0204
Si, -0.0248, 0.0039, 0.025
Si, 0.0071, -0.0105, 0.0016
Si, -0.0255, 0.013, 0.0394
Si, -0.0263, -0.0046, -0.012
Si, 0.0038, 0.0151, -0.0099
Si, 0.0385, -0.0006, 0.0592
Si, -0.0028, 0.0067, -0.011
Si, -0.0285, -0.0031, 0.0245
Si, 0.004, -0.0017, 0.0515
Si, 0.0299, 0.0159, 0.0057
Si, -0.009, -0.0122, 0.0336
Si, 0.0109, 0.0235, -0.0016
Si, 0.0398, 0.0237, -0.0067
Si, -0.0329, -0.0089, -0.0323
Si, -0.0112, 0.0244, 0.0442
Si, 0.0092, -0.0146, -0.0117
Si, 0.0085, 0.0144, 0.0035
Si, -0.0091, -0.0032, 0.0278
Si, -0.0043, -0.0481, 0.0453
Si, 0.0315, 0.0019, 0.0003
Si, 0.0207, -0.0283, 0.0346
Si, -0.0068, -0.0083, 0.0032
Si, -0.0189, -0.0017, 0.0034
Si, 0.0152, -0.0027, -0.0287
Si, 0.013, -0.0201, -0.0065
Si, -0.0154, -0.0267, 0.0412
Si, -0.0339, 0.0092, 0.0287
Si, -0.021, 0.0026, 0.0074
Si, -0.0119, -0.014, 0.0229
Si, 0.0232, -0.0018, 0.0341
Si, -0.0025, 0.0222, 0.0208
Si, 0.0047, -0.0214, -0.002
Si, -0.0268, 0.0027, 0.0282
Si, -0.0205, 0.0355, 0.038
Si, 0.0181, -0.0113, 0.002
Si, -0.0145, 0.022, 0.001
Si, 0.0422, 0.0131, 0.0098
Si, -0.0095, -0.0123, -0.0127
Si, 0.0563, -0.0226, -0.0281
Si, -0.013, -0.0036, 0.0097
Si, -0.0058, -0.0438, 0.0005
Si, 0.0341, 0.0167, -0.0346
Si, 0.0259, 0.0151, 0.0061
Si, -0.0136, -0.0316, -0.0504
Si, 0.0239, 0.0135, -0.012
Si, -0.061, -0.0008, -0.044
Si, 0.0221, 0.0083, -0.0473
Si, -0.0307, -0.0249, -0.0218
Si, -0.0438, -0.0409, -0.0599
Si, 0.0117, -0.0047, -0.0773
Si, -0.0173, 0.0181, -0.0027
Si, -0.0369, -0.0405, 0.0166
Si, 0.0288, 0.0216, -0.0002
Si, -0.0252, 0.0208, -0.0413
Si, 0.025, 0.0534, -0.0414
Si, -0.026, 0.0115, -0.0283
Si, -0.0046, 0.0148, -0.0196
Si, 0.0044, 0.0126, -0.0071
Si, 0.0323, 0.0211, -0.0091
Si, -0.0673, -0.0428, -0.0231
Si, -0.0315, 0.0011, 0.0032
Si, 0.0086, 0.0348, -0.0304
Si, -0.0297, -0.0277, -0.0107
Si, 0.0237, 0.0233, -0.0433
Si, 0.021, 0.0061, 0.0219
Si, 0.0176, -0.02, -0.0023
Si, 0.0178, 0.0703, -0.0356
Si, 0.0318, -0.0378, -0.0863
Si, 0.0391, 0.0336, -0.054
Si, -0.0139, -0.0479, -0.0334
Si, -0.013, 0.0161, 0.0137
Si, -0.0226, 0.0156, -0.0222
Si, -0.0285, -0.0028, -0.0737
Si, 0.0255, 0.0012, -0.0332
Si, 0.0036, 0.032, 0.0199
Si, -0.025, 0.0082, 0.0632
Si, -0.0485, 0.0004, 0.0663
Si, 0.0172, 0.0041, 0.0094
Si, 0.0082, 0.0182, 0.0114
Si, -0.0272, 0.023, 0.0621
Si, -0.0334, 0.0145, 0.0423
Si, 0.0593, 0.008, 0.0361
Si, -0.0171, 0.0083, 0.0395
Si, -0.0085, -0.0059, 0.0558
Si, -0.0124, -0.0258, 0.0515
Si, 0.0992, 0.052, 0.0865
Si, 0.0886, 0.0012, 0.0233
Si, 0.0091, -0.0047, 0.0649
Si, -0.0644, 0.0087, 0.0151
Si, 0.0692, -0.0307, 0.0403
Si, -0.109, -0.037, 0.0774
Si, 0.0286, -0.039, 0.015
Si, 0.0186, -0.0073, 0.0703
Si, -0.0004, 0.0425, 0.0451
Si, 0.0208, 0.0029, 0.012
Si, 0.0192, -0.0183, 0.0652
Si, 0.0612, -0.0557, 0.0418
Si, -0.0411, 0.0831, 0.0131
Si, -0.0303, -0.0436, 0.061
Si, 0.0165, -0.0164, 0.0472
Si, -0.0026, 0.0449, 0.0403
Si, -0.0558, 0.0461, -0.0002
Si, 0.1012, -0.0149, -0.0328
Si, -0.0517, -0.0754, 0.023
Si, -0.0137, 0.0016, 0.0505
Si, 0.0612, 0.0303, 0.0684
Si, 0.0311, 0.0098, 0.0651
Si, 0.0522, -0.0357, 0.0516
Si, -0.0012, -0.0141, 0.0545
Si, 0.0415, 0.0068, 0.0229
Si, -0.0709, -0.2444, -0.7451
Si, 0.0072, 0.1437, -0.7445
Si, 0.1861, 0.0349, -0.8042
Si, -0.1227, -0.3459, -0.7602
Si, 0.0968, 0.2634, -0.6319
Si, -0.1554, -0.1572, -0.7768
Si, -0.016, -0.0072, -0.4429
Si, 0.0595, 0.2123, -0.681
Si, -0.2075, -0.0908, -0.759
Si, 0.0677, 0.3171, -0.6939
Si, 0.3963, 0.2764, -0.7732
Si, 0.031, 0.0656, -0.7426
Si, -0.4313, -0.2944, -0.6028
Si, 0.3228, 0.3708, -0.6686
Si, 0.2414, -0.0912, -0.6203
Si, -0.3304, -0.1142, -0.7523
Si, -0.0287, -0.2307, -0.7218
Si, 0.2079, 0.197, -0.736
Si, -0.2004, -0.1366, -0.6771
Si, 0.2704, 0.0234, -0.7407
Si, -0.0846, -0.2017, -0.6669
Si, 0.2006, 0.1356, -0.6971
Si, 0.2078, 0.273, -0.7348
Si, -0.0193, 0.0654, -0.5614
Si, -0.275, -0.1103, -0.67
Si, -0.0517, -0.0194, -0.5189
Si, -0.15, -0.1069, -0.7034
Si, 0.3483, 0.1714, -0.7364
Si, 0.1068, -0.3642, -0.4808
Si, -0.1755, -0.0869, -0.7485
Si, 0.0077, 0.0028, -0.5427
Si, 0.1223, 0.3238, -0.7699
Si, 0.146, 0.1562, -0.8058
Si, -0.379, -0.3019, -0.7105
Si, -0.0831, -0.1119, -0.7158
Si, 0.1801, 0.0156, -0.6781
Si, 0.0798, 0.0005, -0.0958
Si, -0.0642, 0.1061, 0.0386
Si, 0.0395, -0.0102, 0.0095
Si, -0.0472, -0.1298, -0.0483
Si, 0.0359, 0.0068, 0.0258
Si, 0.0843, 0.0606, 0.0196
Si, 0, -0.0204, -0.1129
Si, -0.0598, -0.0361, 0.0739
Si, 0.1171, 0.0066, -0.1633
Si, 0.0214, -0.0308, -0.2709
Si, 0.0316, 0.043, -0.1036
Si, -0.0272, 0.1522, -0.0248
Si, -0.12, -0.0571, 0.0345
Si, 0.0447, 0.0237, -0.1575
Si, -0.0089, -0.1124, 0.0113
Si, 0.0424, 0.005, -0.1019
Si, -0.0175, -0.0243, -0.1165
Si, -0.0852, -0.0542, 0.0747
Si, 0.0012, 0.0346, 0.0563
Si, 0.0275, -0.0669, 0.0319
Si, -0.0245, -0.049, 0.2291
Si, 0.0582, 0.0747, 0.0532
Si, 0.0973, -0.0815, 0.0237
Si, 0.06, -0.0074, 0.1266
Si, 0.1374, -0.0855, 0.2315
Si, 0.0141, 0.007, 0.0336
Si, 0.0218, 0.1486, -0.0452
Si, 0.0055, -0.015, -0.2299
Si, -0.0876, 0.0684, -0.1134
Si, -0.0221, -0.1496, -0.099
Si, 0.0306, -0.04, -0.0275
Si, 0.0274, -0.0461, 0.036
Si, 0.0788, -0.0954, 0.103
Si, 0.0744, -0.0296, -0.1567
Si, 0.0685, -0.1243, 0.0511
Si, -0.0419, -0.0122, 0.1612
Si, 0.0061, -0.0448, 0.0239
Si, 0.0108, 0.0898, 0.1089
Si, -0.0184, -0.0368, 0.037
Si, -0.219, -0.0401, -0.1616
Si, -0.003, 0.0507, -0.1057
Si, 0.0596, 0.1544, 0.0295
Si, 0.0347, 0.0972, -0.0319
Si, -0.1136, 0.035, -0.1256
Si, -0.0375, -0.0022, -0.0479
Si, -0.0874, -0.0326, -0.0002
Si, -0.0641, -0.0772, 0.126
Si, -0.0668, -0.1259, -0.0833
Si, 0.0246, 0.0395, 0.05
Si, -0.1194, -0.0504, -0.0907
Si, 0.036, -0.0067, -0.0153
Si, 0.0231, 0.0534, 0.115
Si, -0.0307, 0.1393, 0.0405
Si, 0.0064, 0.0304, 0.1103
Si, 0.0365, -0.0407, 0.0195
Si, -0.0139, 0.0063, -0.0515
Si, 0.0386, 0.0898, 0.0786
Si, 0.135, -0.0812, 0.025
Si, -0.1666, 0.008, 0.0216
Si, 0.0151, 0.0601, -0.216
Si, 0.0244, -0.0099, -0.063
Si, 0.0393, 0.0243, 0.0524
Si, 0.1067, -0.0717, -0.1073
Si, 0.0275, 0.0188, 0.0213
Si, 0.0085, 0.0966, -0.0138
Si, 0.1194, -0.0413, -0.1181
Si, -0.0078, -0.1353, -0.0214
Si, 0.0321, -0.034, 0.0641
Si, -0.0902, -0.0133, 0.0845
Si, -0.0268, 0.026, 0.0369
Si, -0.0022, 0.0924, 0.0076
Si, 0.0463, 0.0082, 0.0038
Si, -0.0429, -0.0043, 0.1189
Si, -0.0935, -0.0002, 0.04
Si, 0.0016, -0.0368, 0.1253
Si, -0.0039, -0.0328, -0.0212
Si, -0.0924, 0.0475, -0.0586
Si, 0.0932, 0.0328, -0.0268
Si, 0.0013, -0.1503, 0.0143
Si, 0.1251, -0.0099, 0.1184
Si, 0.0283, -0.0154, 0.1313
Si, 0.0922, -0.0424, -0.0183
Si, -0.0186, 0.0376, 0.039
Si, 0.1011, -0.0096, -0.0794
Si, 0.0341, -0.0161, 0.0796
Si, 0.1255, 0.1114, -0.0496
Si, -0.0314, 0.0558, -0.0061
Si, 0.117, -0.0414, 0.1017
Si, -0.0437, -0.1167, 0.1195
Si, -0.0645, -0.0147, -0.0164
Si, -0.0285, -0.0949, 0.081
Si, 0.1193, -0.0088, -0.0354
Si, -0.0729, -0.0444, -0.1173
Si, -0.0235, -0.1226, -0.0495
Si, -0.055, 0.0247, -0.0299
Si, -0.1596, 0.0188, 0.1079
Si, -0.1352, -0.077, 0.1004
Si, -0.0525, -0.0179, 0.0569
Si, -0.0229, 0.0763, -0.0376
Si, 0.0301, -0.0343, 0.095
Si, 0.0122, -0.0424, -0.0043
Si, -0.0811, 0.1037, 0.0888
Si, -0.0516, 0.0596, -0.0396
Si, -0.0043, 0.1033, -0.0775
Si, -0.0224, -0.0568, -0.0737
Si, 0.0813, -0.0044, 0.0821
Si, 0.0674, 0.0567, 0.0479
Si, 0.0719, 0.0404, -0.0203
Si, 0.0069, -0.0049, -0.013
Si, 0.005, 0.0029, -0.0052
Si, 0.003, -0.0063, -0.0133
Si, -0.0025, 0.0323, -0.0054
Si, -0.0038, -0.0287, -0.0112
Si, -0.0077, -0.016, -0.0188
Si, 0.016, -0.0118, -0.0172
Si, -0.0204, 0.0048, 0.0034
Si, 0.0074, -0.0169, -0.0118
Si, 0.0075, 0.0152, -0.0067
Si, 0.0172, -0.0263, 0.0027
Si, -0.0137, -0.0016, -0.016
Si, 0.0008, -0.0085, -0.0043
Si, -0.0222, 0.0195, -0.002
Si, 0.0091, -0.0147, -0.0184
Si, -0.0026, 0.0221, -0.0034
Si, 0.0117, 0.0015, 0.0089
Si, -0.0085, 0.0108, -0.0007
Si, -0.0054, -0.0134, 0.0054
Si, -0.0083, -0.0054, -0.0197
Si, -0.0028, -0.0247, -0.0102
Si, 0.0161, 0.0101, -0.0143
Si, 0.0172, -0.0096, -0.0019
Si, 0.006, 0.0047, -0.0107
Si, -0.002, -0.01, 0.0078
Si, 0.0036, 0.0107, -0.0203
Si, 0.0087, -0.0167, -0.0051
Si, -0.0108, -0.0069, 0.0087
Si, -0.0156, -0.015, -0.0011
Si, -0.0237, 0.0033, -0.0035
Si, 0.0092, 0.0227, -0.0106
Si, -0.0187, 0.0306, -0.0203
Si, 0.0273, 0.0071, -0.0027
Si, -0.0187, -0.0033, 0.0102
Si, 0.0026, -0.0172, 0.0099
Si, -0.0005, 0.004, -0.0007
Si, 0.0018, 0.0051, 0.0111
Si, 0.0097, -0.0202, -0.0022
Si, 0.0023, -0.0059, -0.0026
Si, -0.0006, 0.0193, -0.0035
Si, -0.0033, 0.0069, -0.0027
Si, -0.0019, 0.0015, -0.0011
Si, 0.015, 0.0136, -0.0023
Si, -0.0051, -0.0064, -0.002
Si, 0.0037, 0.0009, -0.0078
Si, -0.0104, 0.0025, -0.0045
Si, -0.0232, 0.0014, 0.0024
Si, 0.0134, 0.0002, -0.0023
Si, -0.0104, 0.0113, -0.0045
Si, 0.0023, 0.0048, -0.0135
Si, 0.0037, 0.0117, 0.0003
Si, 0.0094, -0.0178, -0.0001
Si, 0.0095, -0.0211, -0.0038
Si, -0.0038, 0.0096, -0.0029
Si, 0.0004, -0.0059, -0.0033
Si, 0.0104, -0.0087, -0.0037
Si, -0.005, 0.0028, -0.0053
Si, -0.0069, 0.016, -0.0071
Si, -0.0077, -0.0114, 0.0013
Si, -0.0046, 0.0052, -0.0018
Si, -0.0136, -0.0012, -0.0076
Si, 0.0149, 0.0027, -0.0018
Si, 0.0067, 0.0092, 0.0127
Si, -0.0065, 0.0012, -0.0097
Si, 0.0055, 0.0056, -0.0041
Si, -0.0025, -0.015, -0.0107
Si, -0.0163, 0.0179, 0.0006
Si, 0.0045, -0.006, -0.0014
Si, -0.0064, -0.0011, 0.0017
Si, -0.0014, 0.0034, -0.0096
Si, 0.0132, -0.0136, -0.0057
Si, 0.0023, 0.0002, 0.0056
Si, -0.0056, -0.0034, -0.0042
Si, -0.0031, -0.0043, -0.0087
Si, 0.0034, -0.0026, 0.0037
Si, 0.0111, 0.0086, 0.0054
Si, -0.0104, -0.0039, 0.0049
Si, 0.0013, 0.0067, -0.003
Si, 0.0009, 0.013, 0.0071
Si, 0.0025, 0.0034, 0.0001
Si, -0.0116, -0.0064, -0.0059
Si, 0.0078, 0.0003, -0.0023
Si, 0.0077, -0.0036, 0.0005
Si, -0.0237, -0.0156, 0.0037
Si, 0.0085, 0.0017, 0.0035
Si, 0.0006, -0.0035, 0.0042
Si, -0.0101, -0.0135, 0.0054
Si, 0.0016, 0.0154, -0.0047
Si, -0.0044, -0.0034, 0.0004
Si, 0.0143, -0.0107, -0.0028
Si, -0.0053, 0.0007, 0.0018
Si, -0.0096, 0.0045, -0.0035
Si, -0.0006, 0.0152, 0.0012
Si, -0.0124, -0.0124, 0.0118
Si, 0.0077, 0.0096, 0.0058
Si, -0.0017, 0.0045, 0.0004
Si, 0.0106, 0.0108, 0.0045
Si, -0.018, 0.0019, 0.0055
Si, -0.0054, -0.015, 0.0008
Si, 0.0038, -0.0018, -0.0013
Si, -0.0049, -0.0064, 0.0054
Si, 0.0163, 0.0137, 0.0032
Si, -0.0003, -0.0049, 0.0059
Si, -0.0004, 0.0011, 0.0041
Si, -0.013, -0.011, 0.0084
Si, 0.0032, 0.0099, 0.0151
Si, -0.004, 0.0021, -0.0021
Si, 0.0146, -0.0038, -0.0051
Si, -0.0076, 0.0121, 0.0065
Si, 0.0031, 0.0014, 0.0042
Si, 0.0017, -0.0029, 0.0047
Si, -0.0018, 0.0013, -0.0027
Si, 0.0037, -0.0031, 0.0102
Si, 0.004, -0.0082, 0.0089
Si, 0.0094, -0.0024, 0.0079
Si, 0.0039, -0.012, 0.0033
Si, 0.0131, -0.0034, 0.0039
Si, -0.0047, 0.0158, 0.0003
Si, -0.007, 0.0043, 0.0079
Si, -0.001, 0.0012, 0.0034
Si, -0.0044, 0.0074, 0.0015
Si, -0.0016, -0.0045, 0
Si, -0.0053, 0.0062, 0.0036
Si, 0.0082, -0.0023, -0.0033
Si, -0.001, -0.004, 0.008
Si, -0.0064, 0.0069, -0.0003
Si, -0.0039, 0.0011, 0.0041
Si, -0.006, -0.0027, 0.0035
Si, 0.0096, -0.0068, 0.0029
Si, 0.0005, -0.0002, 0.0069
Si, 0.0065, -0.0178, 0.0022
Si, -0.0087, 0.0044, 0.0015
Si, -0.0041, -0.0072, -0.0001
Si, 0.0089, -0.006, 0.0043
Si, -0.0032, 0.0091, 0.0069
Si, -0.0035, 0.0026, 0.002
Si, -0.0023, 0.0035, 0.0034
Si, 0.0016, -0.0074, -0.0049
Si, -0.0002, 0, 0.0103
Si, -0.0118, 0.0103, 0.0073
Si, 0.0034, 0.0001, 0.0028
Si, 0.0084, -0.0078, -0.0076
Si, -0.003, -0.0029, -0.0031
Si, -0.0061, 0.0045, -0.0008
Si, 0.0005, -0.0012, -0.0025
Si, -0.0013, -0.0053, -0.002
Si, 0.0014, 0.0023, -0.0027
Si, -0.0021, 0.0036, -0.0027
Si, -0.0029, 0.0034, 0.0038
Si, 0.0046, -0.0005, 0.0014
Si, 0.0069, -0.0036, 0.0006
Si, 0.0051, 0.0035, 0.0023
Si, -0.0001, -0.0035, -0.0023
Si, -0.0012, -0.0128, -0.0029
Si, -0.0052, 0.0012, 0.0022
Si, -0.0068, -0.007, 0.0027
Si, -0.0008, -0.0071, -0.0009
Si, 0.0009, 0.0024, 0.0011
Si, 0.0012, 0.0044, 0.0028
Si, 0, 0.0012, 0.003
Si, -0.004, 0.0039, -0.0024
Si, 0.0056, 0.0047, -0.0049
Si, 0.0043, 0.0027, 0.001
Si, 0.0011, 0.0006, 0.0008
Si, -0.0019, 0.0078, 0.0028
Si, -0.0123, -0.0019, 0.001
Si, -0.0016, -0.0036, 0.0083
Si, -0.0074, -0.007, 0.0024
Si, 0.0022, 0.0076, 0.0007
Si, -0.0037, -0.002, 0.004
Si, 0.0029, -0.0005, -0.0033
Si, -0.0049, -0.0118, 0.0001
Si, -0.0029, 0.0051, -0.0001
Si, 0.002, 0.0086, 0.0035
Si, -0.0057, 0.0019, -0.0002
Si, 0.0019, -0.0033, -0.0011
Si, 0.0077, 0.0056, 0.0067
Si, -0.0051, -0.0052, 0.0051
Si, -0.0019, 0.0026, -0.0009
Si, 0.0048, -0.001, -0.0026
Si, -0.0027, 0.0041, 0.0047
Si, 0.0012, 0.0018, 0.0027
Si, 0.003, -0.0051, 0.002
Si, 0.003, 0.0004, 0.0008
Si, 0.0015, 0.0006, 0.0016
Si, 0.001, 0.0044, 0.001
Si, -0.0034, 0.0029, 0.003
Si, -0.0002, -0.0106, -0.0015
Si, -0.0027, 0.0034, 0.0037
Si, 0.0011, 0.0024, -0.0012
Si, 0.0079, 0.0002, 0.0019
Si, -0.0012, 0.0064, 0.0007
Si, -0.002, -0.0044, 0.0002
Si, 0.0016, -0.0034, 0.0013
Si, -0.0006, -0.0049, 0.0018
Si, 0.0011, 0.0074, 0.0016
Si, 0.0005, -0.0025, 0.001
Si, -0.0006, -0.006, -0.0007
Si, -0.0106, 0.0009, -0.0004
Si, -0.0018, 0.0022, -0.0032
Si, 0.0026, 0.0007, 0.003
Si, -0.001, -0.0058, 0
Si, -0.0024, -0.0006, -0.0003
Si, -0.0042, -0.0003, -0.0065
Si, 0.0038, -0.0009, 0.0026
Si, -0.0097, -0.0017, -0.0001
Si, -0.0068, 0.0066, 0.0042
Si, 0.0038, 0.0002, -0.0029
Si, 0.0043, -0.0033, -0.003
Si, 0.0088, -0.004, 0.0006
Si, -0.0046, -0.0036, 0.0023
Si, -0.0046, 0, 0.0025
Si, -0.0028, 0.0006, 0.002
Si, 0.0088, 0.0019, -0.0027
Si, 0.0023, 0.0053, -0.0015
Si, -0.0073, 0.0025, 0.0029
Si, 0.0037, -0.0042, -0.0008
Si, 0.0019, -0.0046, -0.0014
Si, -0.0084, 0.0005, 0.0021
Si, -0.0037, 0.0054, -0.0004
Si, 0.0014, -0.0016, -0.0026
Si, 0.0059, -0.0067, -0.0015
Si, 0.0059, -0.0076, -0.0033
Si, 0.0047, -0.0005, -0.0008
Si, -0.0031, -0.0009, 0.0007
Si, -0.0019, 0.0025, -0.0019
Si, -0.0069, -0.0016, -0.0042
Si, 0.0042, -0.0084, 0.0002
Si, -0.0021, 0.0068, -0.0009
Si, 0.0035, 0.0042, 0.0018
Si, -0.0072, 0.0025, -0.0011
Si, 0.0009, -0.0044, 0.0021
Si, 0.0008, -0.0012, 0.0007
Si, -0.0024, 0.0011, -0.0014
Si, -0.0008, 0.0023, 0.0005
Si, -0.0042, -0.0017, 0.004
Si, -0.0037, -0.0056, 0.0044
Si, -0.0055, 0.005, -0.002
Si, -0.0036, 0.0011, -0.0002
Si, 0.0037, -0.0002, -0.0017
Si, -0.0025, 0.0012, 0.003
Si, 0.0109, -0.0025, 0.0011
Si, 0.0003, 0.0007, 0.0016
Si, -0.0032, 0.0085, -0.0004
Si, -0.0032, 0.0015, 0.0017
Si, -0.0044, 0.0044, 0.0014
Si, 0.0075, -0.0011, 0.0014
Si, 0.0028, 0.0058, 0.0019
Si, 0.0021, -0.0068, 0.0023
Si, -0.006, 0.0014, 0.0023
Si, -0.0115, 0.0042, 0.0014
Si, 0.0059, 0.003, -0.002
Si, -0.0072, -0.0046, 0.003
Si, 0.002, 0.004, 0.0003
Si, 0.0028, -0.0077, -0.0006
Si, 0.0044, -0.0031, 0.0027
Si, 0.0021, 0.0058, -0.0031
Si, 0, 0.0062, 0.0006
Si, 0.0015, 0.0116, 0.0046
Si, -0.0119, -0.0049, 0.0016
Si, -0.0062, -0.003, -0.0004
Si, 0.0063, 0.001, 0.0004
Si, 0.0098, 0.0078, 0.0032
Si, 0.0035, 0.0041, -0.0011
Si, 0.0055, 0.002, -0.0013
Si, -0.0049, -0.0091, 0.0003
Si, 0.0028, -0.0016, -0.0007
Si, 0.0003, 0.006, -0.0016
Si, -0.0034, -0.0028, -0.0038
Si, 0.002, 0.001, -0.0017
Si, -0.0006, -0.0073, -0.003
Si, -0.0053, 0.0007, -0.0007
Si, -0.0041, -0.0008, -0.0004
Si, 0.0082, 0.0056, -0.0026
Si, -0.0002, 0.0027, -0.0047
Si, -0.0082, -0.0058, -0.005
Si, -0.0083, -0.0023, 0.0006
Si, -0.002, 0.0028, -0.0016
Si, 0.005, 0.0049, -0.003
Si, -0.0005, -0.0037, -0.0033
Si, -0.0067, -0.0046, -0.0009
Si, 0.0097, 0.0037, 0.003
Si, -0.0043, -0.0064, 0.0003
Si, -0.0089, -0.0057, 0.0007
Si, -0.0087, 0.0049, -0.0007
Si, 0.0016, 0.0056, 0.0007
Si, 0.0118, 0.0008, -0.0001
Si, -0.0027, -0.0023, 0.0006
Si, 0.0107, -0.0075, -0.0058
Si, -0.0017, -0.0108, -0.004
Si, -0.0026, 0.0005, -0.0042
Si, 0.0005, 0.0002, 0.0031
Si, -0.0067, 0.0125, 0.0074
Si, 0.0022, -0.0077, -0.0074
Si, 0.0014, -0.0156, -0.008
Si, 0, 0.0058, -0.003
Si, 0.0055, 0.0055, -0.0034
Si, 0.003, -0.0009, -0.0021
Si, -0.0101, 0.0001, -0.0044
Si, 0.0084, 0.0024, -0.003
Si, -0.0034, -0.0074, -0.0026
Si, 0.0061, 0.0003, -0.0014
Si, -0.0076, 0.0065, -0.0038
Si, -0.0022, -0.0031, 0.0005
Si, -0.0016, 0.0046, 0.0011
Si, -0.0053, -0.0071, 0.0026
Si, -0.0043, 0.0094, -0.0025
Si, 0.0046, 0.0019, 0.0076
Si, 0.0028, 0.0007, 0.0038
Si, -0.011, -0.0102, 0.0063
Si, -0.0054, 0.004, 0.0022
Si, 0.0028, 0.0062, -0.001
Si, -0.0107, 0.0009, -0.0008
Si, 0.0021, 0.0018, 0.0033
Si, -0.0015, -0.0037, 0.0102
Si, 0.008, -0.0041, -0.0086
Si, 0.0078, 0.0025, 0.0025
Si, -0.0083, 0.0015, -0.0024
Si, 0.0007, 0.0098, -0.0002
Si, 0.0079, 0.0014, -0.0036
Si, 0.0085, -0.0018, -0.0072
Si, -0.0001, -0.0028, 0.0019
Si, -0.0123, 0.0094, -0.0024
Si, -0.0026, 0.0039, 0.0057
Si, 0.0037, 0.0077, -0.0028
Si, -0.0013, -0.0084, 0.0015
Si, -0.0013, -0.0121, -0.0078
Si, 0.0062, 0.0106, -0.0046
Si, 0.0084, 0.0069, -0.0006
Si, 0.0041, 0.0138, 0.0024
Si, -0.0013, -0.001, 0.0069
Si, 0.0179, 0.0035, -0.0021
Si, -0.0067, -0.0071, -0.0031
Si, -0.0088, 0.0017, -0.006
Si, -0.0039, 0.0023, 0.0025
Si, 0.0022, -0.0077, -0.0092
Si, -0.0065, 0.0091, 0.0022
Si, -0.0107, -0.002, -0.0013
Si, -0.0045, 0.0014, -0.0053
Si, -0.0003, -0.0065, -0.0031
Si, 0.0029, -0.0017, -0.0036
Si, 0.0065, 0.0147, -0.0104
Si, -0.016, -0.0221, -0.0039
Si, -0.0069, 0.0018, -0.0085
Si, 0.0063, 0.0067, -0.0091
Si, 0.0015, 0.0138, -0.0031
Si, 0.0032, 0.0056, -0.0045
Si, -0.0037, -0.0113, -0.0092
Si, 0.0062, 0.0014, 0.0013
Si, 0.0005, -0.0055, -0.0019
Si, 0.0116, 0.0131, -0.0083
Si, -0.0004, -0.0074, -0.0084
Si, -0.0013, 0.0031, -0.0038
Si, -0.0074, -0.004, 0.0036
Si, -0.0065, -0.0158, 0.0021
Si, -0.0004, 0.0085, -0.0038
Si, -0.0109, -0.0026, -0.0066
Si, -0.0012, -0.0056, -0.0006
Si, -0.0066, 0.0014, -0.0021
Si, 0.0077, 0.0107, -0.0021
Si, 0.0129, -0.0138, -0.0081
Si, -0.0223, 0.0265, 0.0001
Si, -0.0042, -0.001, 0.0079
Si, 0.0072, -0.0095, -0.0032
Si, 0.0006, -0.0095, 0.0001
Si, 0.0075, -0.0187, -0.0177
Si, -0.006, -0.0002, -0.0022
Si, -0.0064, 0.0143, 0.0009
Si, -0.0031, -0.0022, -0.006
Si, 0.0271, -0.0111, -0.0038
Si, 0.0041, 0.0091, -0.0021
Si, 0.0067, -0.0164, -0.002
Si, -0.0134, 0.011, -0.0039
Si, -0.0029, -0.0076, -0.007
Si, 0.0044, -0.0062, -0.0076
Si, -0.0161, 0.0156, 0.0031
Si, -0.0212, 0.0059, -0.0014
Si, 0.0116, -0.0211, 0.0063
Si, 0.0061, 0.0186, -0.0034
Si, -0.0062, 0.0033, -0.0036
Si, -0.0039, -0.0019, 0.0058
Si, 0.0005, 0.0064, 0.0054
Si, -0.0046, -0.0019, -0.0003
Si, 0.0037, -0.0062, -0.011
Si, -0.0119, 0.0064, 0.0016
Si, -0.0105, 0.0042, -0.0002
Si, 0.0155, -0.0292, 0.0001
Si, 0.0078, 0.0045, -0.0122
Si, -0.0099, 0.0069, -0.0093
Si, -0.0007, 0.0123, 0.0063
Si, -0.0072, 0.0055, -0.0074
Si, 0.0143, -0.0186, -0.0119
Si, -0.0014, 0.0172, -0.0149
Si, 0.0036, 0.021, 0.0106
Si, 0.0113, -0.0052, 0.009
Si, -0.0119, 0.0005, -0.0025
Si, 0.0145, 0.0009, 0.0046
Si, -0.0053, -0.0164, 0.0105
Si, -0.0054, 0.019, -0.0033
Si, 0.0118, 0.0133, 0.0018
Si, -0.0085, 0.0022, 0.0038
Si, 0.0133, 0.0232, 0.0062
Si, -0.0117, -0.0078, 0.0163
Si, -0.0053, 0.0015, 0.0105
Si, 0.0162, -0.0029, 0.0033
Si, -0.0114, 0.0108, 0.0032
Si, -0.0094, 0.0005, -0.0009
Si, 0.0009, -0.0017, 0.0222
Si, 0.0243, 0.0021, 0.0011
Si, 0.0027, 0.0017, -0.0002
Si, 0.0156, 0.0033, 0.0083
Si, -0.0024, 0.0016, 0.0012
Si, -0.0006, 0.0013, 0.0044
Si, -0.0088, -0.0017, 0.0048
Si, -0.0104, 0.0066, 0.0172
Si, 0.0101, -0.0058, -0.0094
Si, 0.0074, 0.001, 0.0011
Si, -0.0043, -0.0081, -0.0039
Si, 0.007, -0.0063, -0.0049
Si, 0.0011, 0.0112, 0.0116
Si, -0.0172, -0.0078, -0.0095
Si, 0.0121, 0.0035, 0.0036
Si, -0.0189, -0.0038, -0.0083
Si, 0.0057, 0.0064, 0.0056
Si, 0.0044, 0.0081, -0.0039
Si, -0.0102, -0.0307, 0.0053
Si, 0.0009, -0.0113, 0.0094
Si, -0.015, 0.0102, 0.0004
Si, 0.0117, -0.0145, -0.0041
Si, -0.0179, -0.0178, 0.0019
Si, -0.0138, 0.0098, 0.0074
Si, -0.0025, 0.0169, 0.0074
O, 0.2866, -0.0566, 0.5296
O, -0.4792, -0.1451, -0.3308
O, -0.073, 0.0002, 0.3224
O, -0.0299, -0.2952, 0.3155
O, -0.1272, -0.0968, 0.6796
O, 0.0209, 0.5028, 0.2494
O, -0.2374, -0.0246, -0.1341
O, -0.4748, -0.2747, 0.6819
O, 0.2003, -0.0149, 0.1468
O, -0.1461, 0.0591, 0.5828
O, -0.2577, 0.0575, 0.3957
O, -0.2747, 0.4462, -0.1272
O, 0.2724, 0.4142, 0.3028
O, -0.5941, -0.0489, -0.1885
O, 0.0177, -0.0707, 0.2045
O, 0.3848, -0.6081, -0.0323
O, 0.3643, 0.0872, 0.3482
O, 0.149, -0.3368, 0.1726
O, -0.2238, -0.1116, 0.5033
O, -0.0001, 0.1299, 0.1013
O, -0.5609, -0.0492, 0.2717
O, -0.0715, -0.3014, 0.6343
O, -0.0335, -0.2852, -0.1828
O, -0.2632, -0.536, 0.4506
O, 0.2458, 0.0923, 0.2066
O, -0.1255, -0.2508, 0.4066
O, -0.2747, 0.3351, 0.2209
O, 0.3156, 0.145, 0.2281
O, -0.5071, -0.4274, -0.1015
O, 0.0679, -0.0714, 0.1819
O, -0.1828, -0.1529, 0.0356
O, 0.7564, 0.3644, 0.0146
O, 0.0193, 0.4141, -0.5273
O, -0.1947, -0.4282, -0.0432
O, -0.0241, -0.2304, -0.1568
O, -0.1115, -0.0586, -0.1546
O, 0.2555, 0.088, -0.0836
O, -0.1494, -0.0407, -0.5204
O, 0.2649, -0.049, -0.3794
O, 0.0663, 0.2245, 0.6366
O, 0.2033, 0.026, 0.1461
O, -0.0885, 0.3226, -0.4331
O, 0.1219, -0.0722, 0.0141
O, -0.0791, -0.3136, 0.1461
O, -0.2451, 0.136, -0.0132
O, 0.3366, 0.2953, -0.0452
O, -0.4412, 0.4707, -0.0918
O, -0.0111, 0.208, -0.6712
O, 0.228, -0.0125, 0.2242
O, 0.1892, 0.2797, 0.4703
O, -0.4292, -0.0236, -0.2915
O, -0.0389, -0.2754, 0.506
O, 0.3212, -0.2103, -0.1995
O, -0.3105, -0.0219, 0.2987
O, 0.0492, -0.322, -0.1012
O, -0.1366, -0.1524, -0.2804
O, 0.2007, -0.1753, -0.1647
O, -0.7056, -0.0386, -0.0579
O, 0.0959, 0.6357, 0.0111
O, -0.4299, -0.4606, -0.4836
O, -0.7621, -0.5426, 0.2393
O, -0.2476, -0.3508, -0.0231
O, -0.3138, 0.236, -0.6842
O, 0.0429, 0.0645, -0.4273
O, 0.0072, 0.1994, -0.3824
O, -0.4477, -0.1867, 0.0424
O, 0.5253, 0.2119, -0.4636
O, -0.2295, -0.0997, -0.22
O, 0.1267, 0.1801, 0.0882
O, 0.1127, -0.0202, -0.0405
O, 0.1085, -0.4162, -0.3667
O, -0.3685, 0.0249, 0.4101
O, -0.0512, 0.3805, -0.152
O, -0.2604, -0.0897, -0.234
O, -0.1699, -0.3697, -0.0753
O, -0.4849, -0.1471, -0.5371
O, 0.5021, 0.0399, -0.5205
O, -0.0223, 0.0667, 0.5425
O, 0.6715, 0.4265, -0.1157
O, -0.0115, -0.1194, -0.4673
O, 0.0872, 0.2769, -0.3398
O, 0.5209, -0.0584, 0.2839
O, 0.0578, -0.0284, 0.0749
O, -0.3016, -0.0498, -0.2939
O, -0.8042, 0.2934, 0.4724
O, 0.2282, -0.2605, -0.0261
O, 0.3382, -0.1927, -0.3767
O, 0.0561, -0.0631, 0.7418
O, -0.21, 0.2271, 0.2827
O, 0.7595, 0.0413, -0.2337
O, -0.0302, 0.2791, -0.3495
O, 0.3026, -0.3011, -0.0785
O, -0.121, -0.0843, 0.3657
O, -0.175, 0.6656, -0.1311
O, -0.2241, 0.0464, 0.0266
O, 0.3768, -0.0869, -0.0864
O, -0.2464, -0.4346, 0.0098
O, 0.3064, 0.4261, 0.1903
O, 0.1756, 0.0101, -0.0105
O, -0.2544, -0.2069, -0.3256
O, -0.1796, 0.0467, 0.538
O, -0.1961, 0.343, 0.0379
O, 0.5394, 0.3372, 0.2639
O, 0.1429, 0.4348, 0.2281
O, -0.0234, 0.0644, -0.4593
O, -0.0298, 0.0722, -0.2364
O, -0.3949, 0.4278, 0.0066
O, 0.5091, -0.2816, -0.2797
O, -0.4085, -0.2338, -0.2111
O, -0.1268, -0.4735, 0.2215
O, 0.032, 0.1321, -0.3976
O, 0.2335, -0.4466, -0.0649
O, 0.1659, -0.192, -0.0377
O, 0.0045, 0.6939, -0.2287
O, -0.4206, 0.2355, 0.1455
O, -0.5948, 0.3043, 0.0399
O, 0.5736, -0.2359, 0.5842
O, -0.3967, -0.6302, -0.1206
O, 0.0931, -0.006, -0.3289
O, -0.0763, 0.3995, -0.2743
O, 0.4087, 0.42, 0.2144
O, -0.6332, -0.1831, -0.1981
O, 0.2237, -0.1895, -0.457
O, 0.4049, 0.4208, -0.1809
O, 0.0227, -0.3084, 0.4043
O, -0.1468, 0.1825, 0.2532
O, -0.101, 0.1511, 0.5418
O, -0.2733, -0.3641, -0.5946
O, -0.1325, 0.1934, -0.1151
O, -0.3913, -0.4055, 0.2674
O, 0.7105, 0.0653, -0.0225
O, 0.3246, -0.4686, 0.0151
O, 0.3452, 0.3158, 0.0445
O, -0.1529, 0.118, 0.3127
O, 0.0049, -0.0399, 0.175
O, -0.0029, 0.2368, -0.2237
O, 0.2565, -0.1994, -0.2331
O, 0.2006, 0.2759, 0.5212
O, 0.0499, -0.6717, -0.0298
O, -0.0542, -0.3644, -0.2199
O, -0.2596, 0.1935, 0.3962
O, 0.1061, -0.5399, -0.3248
O, -0.0894, 0.0371, -0.2526
O, -0.1802, 0.068, 0.0318
O, 0.5361, 0.4296, -0.0598
O, 0.293, 0.3651, -0.2485
O, -0.0889, -0.0317, 0.0105
O, -0.2025, 0.1399, 0.0204
O, 0.2205, 0.2785, -0.3181
O, -0.3079, -0.0415, -0.3077
O, 0.503, -0.3484, 0.387
O, -0.0046, -0.4204, -0.5109
O, 0.1556, -0.0002, -0.2643
O, -0.5536, -0.2331, 0.2563
O, -0.5408, -0.0319, 0.2763
O, 0.5519, 0.0537, 0.2326
O, -0.303, 0.068, 0.0572
O, -0.3921, 0.5582, 0.0985
O, -0.2075, -0.4033, -0.6349
O, 0.2309, 0.0066, -0.2492
O, 0.5169, 0.329, -0.2931
O, 0.1036, 0.397, 0.1839
O, -0.3274, -0.0156, -0.3066
O, -0.1892, 0.2003, -0.5791
O, -0.2383, -0.5365, 0.507
O, -0.1821, -0.2077, 0.5321
O, 0.3476, 0.5238, 0.097
O, 0.3645, -0.0692, 0.286
O, 0.1124, 0.1939, 0.0832
O, 0.2805, -0.3313, 0.3313
O, 0.0132, -0.2188, -0.237
O, 0.4649, 0.1236, -0.0211
O, 0.3003, -0.1488, -0.3915
O, -0.2057, -0.298, -0.5103
O, -0.0224, -0.3327, -0.5494
O, -0.1889, 0.3217, -0.5387
O, -0.065, 0.4263, -0.3795
O, -0.0885, 0.0036, -0.2844
O, -0.097, 0.5545, 0.1284
O, 0.1987, -0.7118, -0.2419
O, -0.3828, 0.073, -0.642
O, 0.6329, 0.1821, -0.0291
O, 0.3601, 0.4796, -0.0668
O, -0.0326, 0.045, 0.2575
O, 0.2409, 0.1353, 0.374
O, -0.2359, -0.5181, -0.1061
O, 0.1614, 0.5374, -0.108
O, 0.4197, -0.251, -0.0148
O, -0.2307, 0.0289, -0.1685
O, 0.1258, -0.2754, 0.0005
O, -0.0401, 0.1308, 0.6208
O, 0.0615, -0.3197, 0.0664
O, -0.3296, -0.1747, 0.3981
O, -0.7147, 0.5665, -0.0844
O, 0.2512, -0.4098, 0.2788
O, 0.5694, 0.2602, 0.0106
O, 0.0172, -0.0251, -0.1767
O, -0.2789, 0.276, -0.2015
O, 0.0188, 0.2589, -0.3969
O, 0.3969, 0.3081, -0.3525
O, -0.6366, 0.2452, -0.1053
O, -0.0191, -0.0088, 0.0818
O, 0.3684, 0.0442, 0.2049
O, 0.2822, -0.3877, -0.288
O, -0.1244, -0.3258, 0.2499
O, -0.4685, 0.3968, 0.1484
O, -0.4137, -0.2361, -0.0714
O, 0.089, -0.082, -0.5454
O, -0.2684, 0.162, 0.3295
O, -0.111, -0.5984, -0.1021
O, 0.5182, -0.0001, 0.377
O, 0.0878, 0.1996, -0.2565
O, 0.0209, -0.0325, -0.5511
O, -0.4569, -0.0758, -0.3253
O, 0.4162, -0.0188, -0.1133
O, -0.3952, -0.2472, -0.1758
O, 0.0864, 0.1269, -0.255
O, 0.1508, -0.4424, 0.4866
O, 0.0916, -0.1286, 0.3287
O, 0.119, -0.3432, 0.1341
O, -0.3603, -0.1474, -0.0073
O, -0.4748, 0.256, 0.3821
O, -0.4325, -0.0622, 0.1929
O, 0.0617, 0.0787, 0.3735
O, 0.2713, -0.0919, -0.3563
O, 0.0061, -0.3617, -0.1913
O, -0.2807, -0.0784, -0.6466
O, 0.2352, 0.1106, 0.1187
O, -0.4276, 0.1985, 0.0904
O, -0.4946, -0.3238, 0.3808
O, -0.3493, -0.0895, 0.5199
O, 0.3115, 0.3862, 0.0622
O, 0.3694, 0.0402, -0.0688
O, 0.0479, 0.1008, 0.2773
O, -0.1859, 0.1463, 0.2075
O, 0.6167, -0.0042, -0.476
O, 0.5269, 0.1344, -0.0421
O, -0.1417, 0.39, 0.359
O, -0.1282, 0.1469, 0.4399
O, 0.1004, -0.4694, 0.1578
O, 0.1281, 0.1985, -0.1708
O, -0.1697, -0.164, -0.1215
O, -0.1588, -0.1856, 0.1602
O, -0.0694, 0.2427, -0.3307
O, 0.3148, -0.132, -0.1233
O, -0.56, 0.2281, 0.1701
O, -0.104, 0.5975, -0.1636
O, -0.0566, -0.2495, -0.4549
O, 0.2083, 0.426, 0.3298
O, -0.2831, -0.0321, 0.2407
O, 0.3089, 0.0251, 0.5812
O, -0.1936, -0.2378, 0.2157
O, 0.0885, -0.022, 0.2866
O, 0.4364, 0.282, 0.2894
O, 0.0743, 0.1302, -0.27
O, 0.4064, -0.0771, -0.4545
O, 0.1237, 0.0182, -0.4303
O, 0.5811, -0.1068, -0.1899
O, -0.3871, 0.6628, 0.026
O, 0.6206, 0.3414, 0.0662
O, -0.1837, -0.3303, -0.1348
O, 0.6109, -0.299, -0.1394
O, -0.197, -0.158, 0.5238
O, 0.2965, 0.1046, -0.008
O, -0.4245, 0.2778, -0.3616
O, -0.398, 0.2149, -0.1198
O, -0.241, 0.1774, -0.0141
O, 0.0748, -0.1802, 0.0312
O, -0.251, 0.2549, 0.1344
O, 0.219, 0.2261, -0.484
O, -0.3535, 0.0946, -0.0183
O, -0.2816, -0.0179, 0.1766
O, 0.6084, 0.2314, 0.2514
O, -0.3059, -0.0763, 0.0362
O, -0.0778, -0.0641, -0.0951
O, 0.1208, 0.5864, -0.3594
O, -0.013, 0.2612, 0.5443
O, 0.2484, -0.5776, 0.0656
O, -0.0404, 0.1329, 0.4324
O, 0.5727, 0.296, -0.1454
O, -0.1147, 0.2679, 0.118
O, 0.4751, -0.1278, 0.1811
O, 0.0836, -0.4593, 0.1639
O, -0.1332, -0.2775, -0.4001
O, 0.0385, 0.0392, 0.3441
O, 0.1808, 0.3977, 0.3696
O, 0.2299, -0.0848, -0.02
O, -0.0218, -0.2702, -0.1345
